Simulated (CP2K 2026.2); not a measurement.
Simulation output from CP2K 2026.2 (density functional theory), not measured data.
Periodic cell of 2052 atoms, Si1404O648, from a study of silicon, its oxide and their interface. The atomic structure is a simulated model.
Doubt: the forces sum to 2.57 eV/angstrom along one axis rather than to zero, so they err by at least 0.0013 eV/angstrom per atom on average; the grid cutoff is modest.

Settings: functional PBE; method Gaussian and plane waves; basis set DZVP-MOLOPT-SR-GTH; pseudopotentials GTH-PBE; grid cutoff 400 Ry, relative cutoff 50 Ry; k points Gamma only; occupations fixed; spin none; net charge 0.

Cell vectors (angstrom)
a	16.407	0	0
b	0	65.628	0
c	0	0	34.4002

Atoms and the computed forces on them: element, x, y, z (angstrom), force x, y, z (eV/angstrom)
Si	0.473	-0.285	0.271	0.163	0.007	-0.353
Si	2.367	3.185	-0.084	0.49	-0.363	0.152
Si	-0.563	6.126	-0.704	-0.09	-0.078	0.789
Si	2.214	8.452	-0.043	0.136	0.067	0.292
Si	0.033	10.678	-0.082	-0.088	0.154	0.036
Si	2.578	13.708	0.112	0.077	0.225	-0.075
Si	0.393	15.944	0.06	-0.12	0.457	-0.156
Si	2.72	19.301	0.248	0.224	0.001	-0.13
Si	0.372	21.461	0.063	-0.025	0.263	-0.326
Si	2.385	25.056	0.05	-0.025	-0.08	-0.191
Si	0.078	27.181	0.089	0.005	-0.023	-0.077
Si	2.973	29.954	-0.166	-0.128	0.041	-0.038
Si	-0.79	33.392	0.017	-0.07	0.084	0.015
Si	2.705	35.971	-0.021	0.09	-0.259	0.283
Si	-0.475	38.25	0.05	0.266	-0.018	0.32
Si	2.996	40.213	0.023	-0.038	0.127	0.131
Si	-0.251	44.195	0.474	-0.025	-0.048	-0.067
Si	2.601	46.415	0.385	-0.408	-0.129	0.051
Si	0.402	48.638	0.108	0.181	-0.09	0.001
Si	2.637	52.004	0.34	-0.011	0.215	-0.035
Si	0.378	54.348	0.305	0.063	0.203	-0.214
Si	3.121	56.792	0.075	-0.133	0.02	0.151
Si	0.743	60.023	0.038	-0.358	0.259	0.465
Si	2.602	62.97	0.364	0.136	0.02	0.015
Si	5.71	-0.572	0.189	-0.253	0.005	0.063
Si	8.026	2.347	0.221	0.046	-0.086	0.416
Si	5.461	5.452	-0.137	0.045	0.097	0.24
Si	7.658	8.683	-0.219	0.293	-0.263	-0.124
Si	5.739	11.152	0.22	-0.108	0.027	0.206
Si	8.154	13.94	0.715	0.103	0.125	-0.584
Si	6.121	16.216	0.01	0.045	-0.063	-0.047
Si	8.271	19.498	0.261	-0.007	-0.017	-0.139
Si	5.865	21.534	0.16	-0.232	-0.031	-0.343
Si	8.037	24.461	-0.264	0.09	-0.071	0.255
Si	5.29	27.743	-0.037	-0.078	-0.095	0.276
Si	8.215	30.355	0.032	-0.008	-0.089	0.25
Si	5.927	32.484	-0.027	0.078	0.078	0.1
Si	8.813	35.076	0.107	0.119	-0.118	0.053
Si	5.553	38.297	0.216	0.122	0.167	0.125
Si	9.021	40.119	-0.198	-0.146	0.296	0.164
Si	4.677	43.935	-0.238	-0.086	-0.158	0.396
Si	8.599	45.998	0.164	-0.194	0.033	-0.038
Si	5.225	49.082	-0.28	0.42	0.142	0.244
Si	8.492	51.489	-0.046	0.207	0.053	0.072
Si	5.564	54.872	0.516	0.177	-0.104	-0.189
Si	8.215	57.705	0.42	0.311	0.157	-0.535
Si	5.864	59.742	0.524	-0.132	-0.002	-0.34
Si	7.994	62.864	0.134	-0.084	-0.118	-0.192
Si	10.489	0.317	0.024	0.01	0.146	0.045
Si	13.166	3.133	-0.014	-0.082	-0.103	-0.324
Si	10.883	5.313	0.343	-0.257	-0.175	-0.202
Si	13.304	7.919	-0.007	-0.509	0.157	0.057
Si	10.205	11.649	-0.103	-0.117	0.123	-0.415
Si	13.643	14.086	-0.156	-0.055	0.188	-0.153
Si	11.344	16.195	0.377	-0.155	0.209	-0.159
Si	13.602	19.323	0.239	-0.002	0.015	-0.214
Si	11.344	21.563	0.079	-0.021	0.015	0.059
Si	13.444	24.933	0.112	0.069	-0.081	-0.115
Si	11.098	27.078	0.013	0.269	0.026	-0.116
Si	13.076	30.632	0.272	-0.376	0.268	-0.157
Si	10.936	32.859	0.484	0.053	-0.034	-0.149
Si	13.451	35.634	0.393	-0.115	0.239	0.068
Si	11.272	37.938	0.39	0.267	-0.346	-0.19
Si	13.975	40.817	0.282	0.048	0.149	-0.208
Si	11.029	43.829	-0.105	0.111	-0.069	-0.03
Si	13.958	46.297	0.22	0.056	-0.127	-0.19
Si	10.688	49.244	-0.066	0.035	-0.025	-0.034
Si	13.408	52.163	0.176	0.016	-0.003	0.004
Si	11.352	54.445	-0.182	0.101	0.051	-0.144
Si	13.74	57.603	0.098	0.01	-0.066	-0.333
Si	11.375	59.831	0.413	-0.192	0.065	-0.304
Si	13.511	63.231	-0.391	0.316	-0.097	0.164
Si	1.359	1.545	1.474	0.047	-0.083	0.01
Si	4.155	3.993	1.24	-0.102	0.294	-0.034
Si	1.038	6.884	1.26	0.158	0.324	-0.567
Si	3.954	9.729	1.177	0.084	0.041	-0.306
Si	1.204	12.274	1.364	-0.019	-0.202	-0.154
Si	4.247	15.062	1.244	-0.015	-0.004	-0.225
Si	1.405	17.718	1.368	-0.059	-0.209	-0.183
Si	4.249	20.488	1.546	-0.023	0.091	-0.239
Si	1.324	23.311	1.3	0.073	-0.047	-0.092
Si	4.092	26.111	1.324	0.025	0.134	-0.231
Si	1.305	28.867	1.248	0.158	-0.093	-0.211
Si	4.151	31.484	1.271	0.081	-0.027	-0.27
Si	1.217	34.372	1.153	-0.122	0.076	-0.201
Si	4.21	36.864	1.539	-0.098	0.2	-0.068
Si	1.34	39.362	1.476	-0.171	-0.123	-0.524
Si	3.941	42.217	1.263	-0.117	-0.032	-0.319
Si	1.319	45.169	1.883	-0.113	-0.065	-0.339
Si	4.014	47.884	1.493	0.067	0.183	-0.261
Si	1.433	50.34	1.484	0.011	-0.033	-0.257
Si	4.273	53.185	1.596	-0.036	0.163	-0.31
Si	1.54	55.897	1.62	0.004	0.047	-0.314
Si	4.059	58.609	1.46	0.178	-0.176	-0.198
Si	1.384	61.505	1.688	0.276	-0.137	-0.228
Si	4.158	64.125	1.642	0.022	-0.021	-0.31
Si	6.679	1.109	1.597	0.079	-0.092	-0.385
Si	9.222	4.085	1.412	0.177	-0.19	-0.356
Si	6.623	7.026	1.2	0.154	-0.073	-0.153
Si	9.388	9.746	1.152	-0.052	-0.056	0.013
Si	6.851	12.404	1.84	-0.234	-0.066	-0.123
Si	9.717	15.218	1.773	0.098	0.092	-0.133
Si	7.047	17.817	1.494	-0.019	0.192	-0.29
Si	9.732	20.655	1.615	0.101	-0.043	-0.342
Si	6.883	23.241	1.398	0.002	-0.055	-0.038
Si	9.479	25.875	1.232	-0.05	-0.141	-0.194
Si	6.905	28.785	1.348	-0.019	0.17	-0.309
Si	9.528	31.449	1.669	-0.014	-0.079	-0.379
Si	7.021	34.08	1.381	0.019	-0.055	-0.203
Si	9.732	36.714	1.613	-0.177	-0.182	-0.189
Si	7.138	39.565	1.352	0.04	-0.156	-0.147
Si	9.767	42.107	1.116	0.19	-0.1	-0.232
Si	6.706	44.885	1.147	-0.008	0.147	-0.081
Si	9.591	47.729	1.425	0.129	-0.084	-0.144
Si	6.862	50.325	1.236	-0.225	0.079	-0.321
Si	9.683	53.236	1.187	-0.103	-0.072	-0.117
Si	7.085	56.088	1.734	-0.241	0.022	-0.079
Si	9.744	58.811	1.771	0.071	-0.049	-0.08
Si	6.945	61.426	1.696	0.019	0.063	-0.255
Si	9.554	64.181	1.356	-0.099	0.129	-0.275
Si	12.181	1.417	1.309	-0.089	-0.013	-0.208
Si	14.962	4.266	1.089	0.013	-0.255	-0.478
Si	12.076	6.831	1.634	0.139	-0.021	-0.011
Si	14.775	9.534	1.201	0.126	-0.147	-0.25
Si	12.256	12.413	1.033	0.027	-0.003	0.017
Si	15.112	15.032	1.457	0.066	0.03	-0.26
Si	12.468	17.804	1.631	-0.104	0.004	-0.245
Si	15.172	20.507	1.504	-0.107	-0.031	-0.138
Si	12.356	23.265	1.408	0.03	-0.016	-0.296
Si	15.016	26.015	1.505	-0.003	0.041	-0.173
Si	12.126	28.776	1.435	0.081	-0.057	-0.114
Si	14.813	31.688	1.5	-0.022	0.045	-0.109
Si	12.26	34.226	1.809	-0.115	-0.107	-0.349
Si	14.966	36.852	1.664	-0.139	0.076	-0.381
Si	12.404	39.595	1.569	0.2	-0.013	-0.058
Si	15.092	42.392	1.601	0.154	0.132	-0.289
Si	12.393	45.02	1.454	0.037	0.092	-0.325
Si	15.152	47.783	1.568	0.027	-0.086	-0.16
Si	12.232	50.487	1.359	-0.017	-0.009	-0.145
Si	15.017	53.288	1.481	0.078	-0.126	-0.193
Si	12.486	55.938	1.325	-0.051	0.167	-0.173
Si	15.442	58.704	1.332	0.099	0.064	-0.409
Si	12.429	61.723	1.269	0.046	-0.15	-0.11
Si	15.039	64.233	1.218	-0.048	0.019	-0.013
Si	-0.157	2.84	2.655	-0.18	0.122	-0.035
Si	2.768	0.067	2.798	0.093	0.178	-0.022
Si	-0.222	8.256	2.703	-0.152	-0.104	-0.067
Si	2.635	5.48	2.542	-0.061	-0.081	-0.228
Si	-0.053	13.617	2.807	-0.019	0.001	0.212
Si	2.631	10.975	2.7	0.021	-0.043	0.064
Si	0.066	19.082	2.821	0.092	-0.045	0.079
Si	2.827	16.391	2.717	0.071	-0.082	-0.054
Si	-0.027	24.593	2.798	0.002	-0.052	0.062
Si	2.79	21.975	2.73	-0.087	-0.062	0.017
Si	-0.067	30.219	2.664	-0.023	-0.015	-0.027
Si	2.692	27.468	2.716	0.068	0.088	-0.005
Si	0.045	35.531	2.878	0.054	0.004	-0.044
Si	2.678	32.911	2.56	0.076	-0.006	-0.156
Si	0.107	40.959	2.852	0.018	-0.236	-0.014
Si	2.797	38.189	2.895	0.046	-0.001	0.202
Si	-0.045	46.516	3.123	0.076	0.105	0.245
Si	2.726	43.586	2.862	0.121	-0.146	0.138
Si	-0.012	51.791	2.768	0.062	0.095	0.031
Si	2.767	49.158	2.986	-0.094	-0.058	-0.047
Si	0.139	57.324	2.86	0.071	-0.045	0.069
Si	2.873	54.534	2.955	-0.03	-0.153	0.324
Si	-0.105	62.897	2.797	-0.106	0.058	0.056
Si	2.778	60.049	2.886	0.12	-0.043	0
Si	5.369	2.662	2.776	-0.028	0.009	-0.047
Si	8.194	-0.144	2.846	0.031	-0.065	0.18
Si	5.284	8.326	2.624	0.007	0.15	0.011
Si	7.989	5.621	2.647	-0.094	0.083	0.023
Si	5.383	13.799	2.899	-0.059	0.09	0.201
Si	8.226	10.923	2.888	0.152	-0.147	0.155
Si	5.57	19.108	2.869	0.089	-0.087	0.116
Si	8.304	16.566	3.007	0.05	0.064	0.197
Si	5.448	24.65	2.689	-0.107	0.053	-0.012
Si	8.268	21.99	2.872	-0.012	-0.013	0.178
Si	5.476	30.12	2.758	0.004	-0.008	-0.04
Si	8.194	27.305	2.691	0.02	0.013	-0.043
Si	5.584	35.436	2.772	0.015	-0.094	-0.017
Si	8.191	32.808	2.976	-0.072	0.064	0.127
Si	5.579	40.995	2.64	-0.01	-0.013	-0.071
Si	8.295	38.166	2.837	-0.032	-0.046	0.08
Si	5.49	46.387	2.686	0.264	-0.05	-0.222
Si	8.21	43.516	2.545	-0.081	0.077	-0.165
Si	5.644	51.741	2.78	0.008	-0.035	0.023
Si	8.178	49.059	2.755	-0.004	-0.081	0.091
Si	5.525	57.377	2.954	-0.025	0.173	0.032
Si	8.41	54.532	2.802	0.09	-0.114	-0.027
Si	5.498	62.763	2.972	-0.005	-0.012	0.213
Si	8.344	60.158	3.038	0.057	0.025	0.279
Si	10.782	2.752	2.73	-0.102	-0.042	0.055
Si	13.655	0.023	2.594	-0.085	0.071	0.004
Si	10.735	8.373	2.692	-0.256	0.188	-0.022
Si	13.631	5.48	2.729	0.234	0.119	0.098
Si	11.081	13.664	2.807	0.084	-0.037	0.045
Si	13.514	10.991	2.562	-0.061	0.179	-0.104
Si	11.026	19.176	2.923	-0.058	-0.015	0.08
Si	13.828	16.426	2.895	0.065	-0.029	0.154
Si	10.886	24.594	2.74	-0.02	-0.007	-0.033
Si	13.775	21.941	2.808	-0.059	-0.004	0.015
Si	10.847	30.024	2.948	0.026	-0.118	0.14
Si	13.645	27.458	2.782	-0.087	0.071	-0.004
Si	10.94	35.518	3.158	-0.005	0.03	0.193
Si	13.626	32.865	3.084	0.033	-0.031	0.16
Si	10.979	40.96	2.816	-0.052	0.062	-0.012
Si	13.713	38.29	3.01	0.165	0.148	0.123
Si	11.001	46.399	2.773	-0.037	-0.001	0.219
Si	13.685	43.696	2.925	-0.051	0.08	0.119
Si	10.928	51.883	2.745	-0.038	-0.002	0.018
Si	13.675	49.182	2.768	-0.028	0.047	-0.016
Si	11.109	57.257	2.818	0.066	-0.056	0.209
Si	13.743	54.657	2.851	-0.07	0.001	0.099
Si	11.001	62.903	2.727	-0.087	-0.009	0.021
Si	13.88	60.185	2.619	0.137	0.136	-0.12
Si	1.278	4.171	4.004	0.06	-0.058	-0.053
Si	4.058	1.385	4.22	-0.025	-0.034	-0.004
Si	1.255	9.594	4.053	-0.007	0.029	-0.043
Si	3.957	6.888	3.98	0.042	0.041	-0.034
Si	1.391	15.031	4.11	0.006	0.03	-0.13
Si	3.99	12.344	4.135	-0.032	0.079	0.037
Si	1.432	20.542	4.122	0.002	0.043	-0.1
Si	4.127	17.764	4.186	0.055	-0.023	-0.053
Si	1.365	26.023	4.105	0.033	0.038	-0.076
Si	4.117	23.316	4.144	-0.011	-0.065	-0.026
Si	1.374	31.525	4.046	-0.083	0.004	0.001
Si	4.092	28.759	4.146	-0.047	-0.035	-0.134
Si	1.406	36.879	4.276	0.095	-0.039	-0.009
Si	4.093	34.134	4.09	0.037	0.067	-0.006
Si	1.408	42.287	4.296	0.033	0.053	-0.06
Si	4.202	39.646	4.139	-0.089	-0.037	-0.164
Si	1.417	47.83	4.373	-0.166	0.034	0.074
Si	4.149	45.032	4.136	-0.097	-0.027	-0.096
Si	1.386	53.157	4.2	0.113	0.044	-0.177
Si	4.207	50.518	4.234	0.042	-0.059	0.015
Si	1.43	58.704	4.247	-0.063	0.04	0.005
Si	4.192	55.956	4.305	0.052	-0.039	-0.155
Si	1.341	64.29	4.092	-0.135	0.05	-0.12
Si	4.118	61.405	4.269	0.075	-0.02	-0.04
Si	6.726	4.154	4.03	-0.016	0.109	0.085
Si	9.51	1.344	4.148	0.081	0.039	-0.173
Si	6.718	9.58	4.109	0.033	-0.017	-0.072
Si	9.42	6.925	4.034	-0.103	0.095	0.053
Si	6.84	15.134	4.229	-0.059	0	-0.032
Si	9.619	12.348	4.173	0.157	-0.159	-0.021
Si	6.892	20.553	4.211	0.035	-0.013	-0.097
Si	9.653	17.896	4.352	-0.089	-0.005	-0.024
Si	6.807	25.995	4.102	0.058	-0.062	0.012
Si	9.607	23.311	4.262	-0.09	0.04	-0.068
Si	6.788	31.423	4.253	-0.019	0.052	-0.089
Si	9.487	28.618	4.223	0.068	0.124	-0.01
Si	6.872	36.845	4.2	0.051	0.046	-0.033
Si	9.543	34.124	4.401	0.012	0.052	-0.077
Si	6.882	42.32	4.114	0.042	-0.063	-0.061
Si	9.619	39.589	4.205	-0.027	-0.011	-0.033
Si	6.852	47.698	4.152	-0.094	0.018	-0.035
Si	9.554	44.975	4.044	0.023	0.023	-0.227
Si	6.965	53.185	4.134	0.056	-0.051	0.057
Si	9.555	50.488	4.122	-0.01	0.149	-0.093
Si	6.907	58.758	4.29	-0.181	0.025	-0.057
Si	9.709	55.93	4.198	0.113	-0.073	0.018
Si	6.848	64.183	4.265	0.097	-0.003	-0.132
Si	9.727	61.574	4.237	-0.087	-0.051	0.022
Si	12.22	4.115	4.071	-0.032	-0.102	-0.16
Si	14.959	1.407	4.019	-0.017	0.024	0.044
Si	12.194	9.671	4.04	-0.036	-0.031	-0.022
Si	14.933	6.87	4.136	-0.007	-0.019	-0.147
Si	12.389	15.064	4.208	0.018	-0.112	-0.065
Si	14.915	12.27	4.085	0.038	0.059	-0.043
Si	12.4	20.578	4.218	-0.004	-0.021	-0.083
Si	15.126	17.803	4.267	0.048	-0.062	0.029
Si	12.28	26.007	4.118	-0.032	0.056	-0.096
Si	15.065	23.278	4.236	0.05	-0.012	0
Si	12.245	31.405	4.314	0.054	0.008	-0.063
Si	15.051	28.806	4.127	-0.081	-0.013	0.002
Si	12.346	36.938	4.391	-0.035	-0.003	-0.064
Si	15.088	34.222	4.32	-0.01	-0.103	-0.022
Si	12.301	42.32	4.247	0.026	0.032	-0.012
Si	15.124	39.663	4.304	-0.032	-0.084	-0.181
Si	12.339	47.78	4.167	0.018	-0.074	-0.069
Si	15.006	45.052	4.344	0.045	0.015	-0.038
Si	12.336	53.238	4.149	-0.027	-0.051	-0.065
Si	15.028	50.504	4.202	0.064	0.009	-0.078
Si	12.483	58.764	4.065	-0.073	-0.114	-0.2
Si	15.121	55.997	4.205	-0.033	0.019	0.028
Si	12.327	64.313	4.056	0.073	-0.049	0.009
Si	15.048	61.495	4.189	-0.005	0.013	-0.095
Si	-0.045	0.053	5.417	0.019	0.029	-0.044
Si	2.642	2.813	5.436	-0.055	-0.052	-0.003
Si	-0.037	5.527	5.437	0	0.058	-0.008
Si	2.643	8.244	5.42	-0.043	-0.038	-0.074
Si	-0.084	10.955	5.462	-0.032	-0.055	-0.03
Si	2.684	13.694	5.549	-0.02	-0.072	-0.013
Si	0.072	16.395	5.558	-0.022	0.058	0.001
Si	2.759	19.169	5.532	0.034	0.016	-0.041
Si	0.044	21.877	5.545	-0.041	-0.021	-0.066
Si	2.73	24.663	5.515	0.017	0.028	-0.057
Si	-0.004	27.388	5.494	0.012	-0.005	-0.041
Si	2.708	30.137	5.491	0.083	-0.005	-0.087
Si	0.06	32.804	5.586	-0.003	0.051	-0.036
Si	2.798	35.499	5.576	-0.077	0.009	-0.035
Si	0.056	38.262	5.651	0.018	0.044	-0.058
Si	2.83	40.951	5.6	0.03	0.062	-0.028
Si	0.03	43.688	5.631	-0.021	-0.039	0.036
Si	2.81	46.39	5.596	-0.054	-0.054	-0.006
Si	-0.008	49.19	5.636	0.068	0.039	0.029
Si	2.794	51.858	5.586	-0.033	0.052	-0.034
Si	0.038	54.575	5.554	0.019	-0.023	-0.042
Si	2.779	57.331	5.606	0.042	0.009	0
Si	0.029	60.117	5.534	0.027	-0.011	-0.029
Si	2.706	62.88	5.476	0.016	-0.029	-0.033
Si	5.459	-0.001	5.52	0.056	0.043	0.037
Si	8.126	2.791	5.417	0.035	-0.033	-0.028
Si	5.355	5.534	5.39	-0.056	-0.128	-0.089
Si	8.098	8.242	5.476	-0.06	-0.078	-0.004
Si	5.402	10.992	5.474	0.013	0.009	-0.053
Si	8.217	13.721	5.52	-0.017	-0.004	-0.014
Si	5.467	16.446	5.611	-0.005	0.048	-0.034
Si	8.221	19.226	5.648	0.082	0.062	0.004
Si	5.469	21.917	5.535	0.006	0.02	-0.052
Si	8.173	24.663	5.56	0.038	0.018	-0.068
Si	5.454	27.357	5.513	-0.035	0.026	-0.074
Si	8.168	30.037	5.592	-0.056	-0.055	-0.026
Si	5.412	32.807	5.571	0.008	-0.092	-0.043
Si	8.183	35.541	5.67	-0.018	-0.055	0.02
Si	5.51	38.253	5.553	-0.013	-0.024	-0.032
Si	8.221	40.967	5.544	-0.073	-0.057	-0.046
Si	5.53	43.696	5.527	0.072	0.066	-0.066
Si	8.244	46.352	5.502	-0.027	-0.001	-0.037
Si	5.53	49.095	5.569	-0.006	-0.011	-0.062
Si	8.263	51.847	5.565	-0.008	-0.049	-0.037
Si	5.597	54.553	5.552	-0.085	0.045	-0.012
Si	8.301	57.324	5.538	-0.014	-0.042	0
Si	5.51	60.094	5.627	0.064	0.034	0.059
Si	8.273	62.862	5.578	-0.006	0.044	0.07
Si	10.949	0.011	5.468	-0.044	0.042	-0.045
Si	13.614	2.759	5.423	-0.072	-0.058	-0.006
Si	10.846	5.546	5.38	0.09	0.068	-0.048
Si	13.561	8.283	5.429	0.019	-0.064	-0.011
Si	10.932	10.983	5.54	-0.026	0.083	0
Si	13.691	13.668	5.562	-0.019	0.041	-0.023
Si	11	16.426	5.592	-0.006	0.013	-0.016
Si	13.724	19.178	5.595	-0.011	0	-0.034
Si	10.986	21.915	5.59	-0.007	-0.003	-0.04
Si	13.657	24.661	5.542	-0.004	-0.042	-0.064
Si	10.926	27.316	5.574	-0.009	-0.026	-0.061
Si	13.69	30.072	5.605	0.013	0.015	-0.017
Si	10.931	32.765	5.704	-0.074	-0.042	0.065
Si	13.72	35.556	5.7	0.048	0.059	0.018
Si	10.945	38.299	5.678	0.052	0.008	0.011
Si	13.699	41.001	5.636	0.032	0.024	-0.05
Si	10.901	43.704	5.552	0.024	-0.054	-0.056
Si	13.645	46.449	5.635	-0.02	0.03	0.011
Si	10.945	49.144	5.514	0.013	-0.012	-0.034
Si	13.675	51.88	5.554	0.019	0.016	-0.015
Si	11.022	54.578	5.584	-0.039	0.062	-0.006
Si	13.75	57.39	5.53	0.111	0.071	-0.041
Si	11.077	60.104	5.485	0.018	0.051	-0.026
Si	13.659	62.911	5.465	-0.057	-0.017	-0.031
Si	1.316	1.413	6.796	-0.028	0.021	-0.045
Si	4.03	4.162	6.79	-0.023	0.068	-0.025
Si	1.312	6.886	6.818	0.006	-0.033	0.018
Si	4.025	9.606	6.809	0.02	0.028	0.012
Si	1.286	12.32	6.868	0.002	0.076	0.005
Si	4.069	15.061	6.92	0.049	-0.022	0.01
Si	1.395	17.802	6.922	0.02	-0.039	0
Si	4.108	20.541	6.916	0.001	-0.031	-0.021
Si	1.386	23.272	6.901	0.007	-0.024	0.012
Si	4.096	25.999	6.904	-0.003	-0.019	0.015
Si	1.367	28.741	6.882	-0.027	-0.015	-0.009
Si	4.068	31.438	6.938	-0.011	0.051	0.03
Si	1.417	34.167	6.969	0.048	-0.061	0.003
Si	4.138	36.898	6.951	-0.001	0.017	-0.049
Si	1.437	39.631	6.993	0.028	-0.081	0.013
Si	4.164	42.361	6.947	-0.065	-0.036	0.001
Si	1.407	45.068	6.971	0.026	-0.01	0.004
Si	4.151	47.776	6.963	0.036	-0.017	0.013
Si	1.399	50.534	6.968	-0.029	0.007	0.031
Si	4.169	53.242	6.923	-0.001	-0.007	-0.001
Si	1.393	55.956	6.927	0.024	0.004	-0.007
Si	4.129	58.721	6.946	0.031	-0.017	-0.006
Si	1.372	61.515	6.868	-0.031	0.007	-0.043
Si	4.078	64.25	6.839	0.001	0.015	-0.044
Si	6.814	1.413	6.824	-0.03	0.008	-0.007
Si	9.513	4.161	6.764	-0.021	-0.035	-0.023
Si	6.733	6.863	6.803	0.074	0.052	0.011
Si	9.505	9.607	6.831	0.015	0.009	-0.001
Si	6.801	12.348	6.846	0.025	-0.015	-0.001
Si	9.575	15.076	6.919	0.014	-0.02	0.003
Si	6.831	17.827	6.965	-0.034	-0.008	0.012
Si	9.606	20.572	6.984	-0.052	-0.032	0.018
Si	6.826	23.271	6.928	-0.004	-0.021	-0.01
Si	9.557	25.977	6.955	-0.012	0.023	0.041
Si	6.802	28.683	6.946	0.024	0.051	0.035
Si	9.537	31.385	7	0.066	0.038	0.014
Si	6.794	34.153	6.974	0	0.077	0.008
Si	9.569	36.911	7.013	0.002	0.009	-0.002
Si	6.859	39.622	6.947	0.048	-0.018	-0.017
Si	9.56	42.343	6.945	0.028	0.016	-0.013
Si	6.873	45.053	6.93	-0.013	-0.001	-0.011
Si	9.586	47.763	6.892	0.024	-0.014	-0.039
Si	6.884	50.488	6.927	0.013	0.025	0.048
Si	9.623	53.226	6.93	0.026	-0.018	0.014
Si	6.92	55.967	6.91	0.036	-0.036	-0.03
Si	9.665	58.745	6.855	-0.005	-0.018	-0.054
Si	6.887	61.499	6.918	-0.013	-0.04	-0.011
Si	9.61	64.285	6.871	-0.045	-0.02	0.003
Si	12.287	1.4	6.816	0.002	0.005	0.002
Si	14.997	4.139	6.772	0.012	-0.017	-0.023
Si	12.218	6.893	6.783	-0.049	0.044	-0.028
Si	14.961	9.6	6.833	0.025	0.016	-0.008
Si	12.29	12.339	6.92	0.002	-0.014	0.008
Si	15.066	15.051	6.915	0.043	-0.067	-0.001
Si	12.344	17.805	6.958	0.004	-0.022	-0.006
Si	15.084	20.539	6.95	0.016	-0.023	0.013
Si	12.331	23.284	6.952	-0.019	0.001	0.009
Si	15.047	26.015	6.901	-0.037	0.042	-0.022
Si	12.308	28.688	6.947	0.02	0.001	-0.021
Si	15.072	31.446	6.956	-0.024	-0.008	-0.012
Si	12.325	34.165	7.017	0.025	-0.026	0.005
Si	15.089	36.927	7.036	-0.036	-0.014	0.027
Si	12.33	39.655	7.015	-0.007	-0.024	0.024
Si	15.057	42.362	7.007	-0.001	0.018	0.023
Si	12.263	45.07	6.958	-0.002	0.063	-0.006
Si	15.036	47.809	6.984	0.026	-0.041	0.002
Si	12.305	50.507	6.916	0.003	0.029	-0.026
Si	15.053	53.242	6.924	0.009	0.027	-0.004
Si	12.372	56.007	6.897	-0.033	-0.024	-0.006
Si	15.087	58.753	6.907	-0.057	-0.03	-0.004
Si	12.355	61.52	6.864	0.002	-0.019	0.004
Si	15.031	64.291	6.8	0.003	-0.007	-0.029
Si	-0.041	2.783	8.15	-0.001	-0.035	0.02
Si	2.702	0.031	8.144	0.008	-0.026	0.024
Si	-0.055	8.245	8.189	-0.015	-0.012	-0.001
Si	2.69	5.527	8.173	0.002	-0.013	0.006
Si	-0.014	13.686	8.296	-0.031	0.006	-0.001
Si	2.681	10.966	8.216	-0.028	-0.019	-0.024
Si	0.015	19.147	8.309	-0.032	0.017	0.008
Si	2.731	16.432	8.308	0.002	0.026	0.003
Si	-0.002	24.624	8.275	0.008	-0.007	-0.005
Si	2.728	21.893	8.292	0.007	0.008	0.003
Si	0.02	30.07	8.315	-0.017	0.007	0.001
Si	2.724	27.362	8.274	0.045	0.014	-0.011
Si	0.055	35.537	8.359	-0.018	0.02	-0.009
Si	2.751	32.8	8.351	-0.019	0.003	0.007
Si	0.042	41	8.352	-0.031	0.016	-0.007
Si	2.784	38.258	8.357	-0.048	0.012	0.011
Si	0.025	46.448	8.326	-0.008	0.013	0.003
Si	2.781	43.713	8.334	-0.008	0.031	0.013
Si	0.019	51.901	8.313	0.065	0.038	0.01
Si	2.768	49.157	8.316	-0.069	-0.02	-0.002
Si	0.027	57.359	8.259	0.013	0.032	0
Si	2.782	54.609	8.281	0.01	0.035	0.003
Si	-0.013	62.911	8.171	0.019	0.001	0.023
Si	2.739	60.134	8.228	0.045	0.005	0.012
Si	5.418	2.787	8.14	0.023	-0.029	0.021
Si	8.199	0.042	8.17	0.06	0.039	0.02
Si	5.404	8.253	8.18	-0.029	-0.031	-0.015
Si	8.143	5.512	8.142	-0.034	-0.032	-0.006
Si	5.453	13.697	8.258	-0.013	0.013	0.001
Si	8.164	10.984	8.213	-0.019	0.01	-0.005
Si	5.449	19.178	8.32	0.046	0.023	0.011
Si	8.203	16.437	8.298	0.004	-0.011	-0.001
Si	5.445	24.621	8.296	0.015	0.006	-0.003
Si	8.193	21.911	8.323	0.048	0.023	0.017
Si	5.445	30.068	8.308	-0.011	-0.036	-0.015
Si	8.188	27.337	8.324	0.027	0.007	-0.005
Si	5.475	35.54	8.353	0.027	-0.033	0.007
Si	8.181	32.79	8.339	-0.024	-0.047	-0.012
Si	5.508	40.997	8.337	-0.006	-0.006	0.003
Si	8.208	38.282	8.361	0.012	-0.006	0.006
Si	5.522	46.424	8.326	-0.03	0.015	0.005
Si	8.216	43.711	8.337	-0.008	0.005	0.009
Si	5.515	51.868	8.294	-0.054	-0.02	-0.007
Si	8.245	49.131	8.3	-0.034	0.022	-0.013
Si	5.519	57.339	8.254	-0.035	0.018	0.012
Si	8.26	54.605	8.286	-0.02	0.031	0.013
Si	5.47	62.894	8.196	0.037	0.014	0.02
Si	8.268	60.106	8.222	-0.032	0.011	0.017
Si	10.898	2.793	8.13	0.004	-0.009	-0.006
Si	13.663	0.029	8.162	-0.017	-0.001	0.003
Si	10.879	8.247	8.183	-0.019	-0.042	0.007
Si	13.624	5.523	8.123	0.005	-0.008	-0.007
Si	10.924	13.706	8.288	-0.018	-0.008	0.005
Si	13.649	10.965	8.258	-0.009	0.028	0.007
Si	10.953	19.159	8.325	-0.006	0.001	0.01
Si	13.696	16.416	8.303	-0.02	0.034	0.003
Si	10.93	24.61	8.326	-0.015	-0.012	0.002
Si	13.692	21.894	8.311	-0.001	0.003	-0.001
Si	10.946	30.044	8.342	-0.023	0.01	-0.001
Si	13.682	27.336	8.318	-0.022	-0.011	0.007
Si	10.949	35.541	8.365	-0.001	0.011	-0.008
Si	13.71	32.801	8.354	-0.001	0.03	-0.001
Si	10.944	41.022	8.348	0.027	-0.002	-0.003
Si	13.7	38.29	8.379	0.004	-0.012	-0.006
Si	10.931	46.448	8.333	0.016	-0.032	0.006
Si	13.668	43.742	8.338	0.025	-0.02	-0.006
Si	10.968	51.87	8.31	-0.012	0.02	0.012
Si	13.667	49.176	8.329	0.016	-0.015	0.01
Si	10.991	57.376	8.25	-0.007	0.019	-0.002
Si	13.708	54.632	8.283	0.05	0.026	0.001
Si	10.964	62.888	8.205	-0.027	-0.029	0.015
Si	13.709	60.144	8.232	0.03	0.024	0.007
Si	1.337	4.137	9.516	-0.019	0.018	-0.008
Si	4.077	1.396	9.499	-0.018	0.019	-0.01
Si	1.313	9.601	9.58	-0.003	0.008	-0.016
Si	4.054	6.884	9.546	-0.001	-0.007	0.004
Si	1.351	15.064	9.664	0.012	-0.015	0.006
Si	4.061	12.331	9.598	0.031	-0.01	0.004
Si	1.368	20.519	9.679	-0.001	-0.016	-0.003
Si	4.088	17.796	9.688	-0.006	-0.024	0.021
Si	1.366	25.98	9.657	-0.024	0.009	-0.012
Si	4.088	23.246	9.675	0.009	-0.008	0.004
Si	1.374	31.436	9.702	0.022	0.009	-0.001
Si	4.088	28.699	9.678	-0.005	0.022	-0.006
Si	1.404	36.913	9.736	0.025	-0.025	0.003
Si	4.114	34.172	9.722	-0.021	0.011	-0.003
Si	1.39	42.383	9.719	0.023	-0.027	0.01
Si	4.134	39.645	9.725	0.013	-0.004	-0.012
Si	1.382	47.823	9.694	0.029	-0.01	0.016
Si	4.13	45.096	9.708	0.011	-0.009	-0.013
Si	1.398	53.27	9.661	-0.029	0.004	0.006
Si	4.126	50.537	9.675	0.04	0.011	0.002
Si	1.385	58.76	9.591	-0.03	-0.024	-0.002
Si	4.136	56	9.628	0.017	0.007	0.01
Si	1.358	64.284	9.513	-0.022	-0.008	-0.018
Si	4.11	61.523	9.55	-0.007	-0.011	0.009
Si	6.793	4.14	9.504	0.016	-0.003	-0.012
Si	9.556	1.423	9.509	-0.021	0.005	-0.003
Si	6.784	9.615	9.554	0.038	0.017	0
Si	9.51	6.873	9.52	0.026	0.038	-0.004
Si	6.816	15.063	9.646	-0.003	0.001	0.011
Si	9.522	12.338	9.615	0.018	-0.002	0.003
Si	6.823	20.529	9.691	-0.019	-0.023	0.006
Si	9.565	17.791	9.685	-0.013	-0.012	0.02
Si	6.821	25.961	9.681	0.008	-0.007	-0.007
Si	9.569	23.242	9.704	-0.031	0.006	0.015
Si	6.819	31.423	9.699	0.032	0.039	-0.006
Si	9.57	28.685	9.702	0.006	0.004	0.016
Si	6.85	36.903	9.722	-0.018	-0.001	-0.002
Si	9.57	34.159	9.706	0.011	0.015	0.006
Si	6.852	42.367	9.728	0.014	-0.017	-0.008
Si	9.586	39.65	9.718	-0.007	-0.006	-0.006
Si	6.87	47.805	9.7	0.013	-0.009	0
Si	9.572	45.091	9.716	-0.012	0.008	-0.008
Si	6.869	53.256	9.653	0.018	0.019	0
Si	9.597	50.512	9.681	0.027	-0.01	-0.002
Si	6.874	58.747	9.576	0.022	-0.046	-0.012
Si	9.609	56.013	9.619	-0.005	-0.019	-0.005
Si	6.829	64.295	9.524	-0.034	0.006	0.005
Si	9.594	61.523	9.565	0.01	0.002	0.004
Si	12.271	4.154	9.492	0.007	0.01	-0.022
Si	15.023	1.404	9.509	0.007	0.001	-0.012
Si	12.246	9.599	9.576	0.029	0.005	0.005
Si	14.985	6.864	9.531	0.004	-0.001	-0.01
Si	12.293	15.065	9.665	-0.009	-0.009	-0.002
Si	15.004	12.33	9.645	0.025	0.004	0.007
Si	12.322	20.519	9.69	-0.004	-0.01	0.001
Si	15.044	17.787	9.683	0.021	-0.032	0.009
Si	12.312	25.965	9.69	-0.005	0.002	-0.007
Si	15.056	23.253	9.677	-0.028	-0.013	0.003
Si	12.32	31.432	9.702	0.021	-0.007	0.013
Si	15.052	28.705	9.685	-0.004	0.009	0.002
Si	12.321	36.916	9.724	0.012	-0.007	0.02
Si	15.072	34.183	9.719	0.014	-0.008	0.008
Si	12.311	42.386	9.717	-0.011	0.015	0.001
Si	15.069	39.659	9.733	0.017	-0.017	0.013
Si	12.306	47.815	9.708	-0.002	0.007	0.002
Si	15.045	45.111	9.702	0.009	0.008	0.012
Si	12.336	53.264	9.652	-0.021	0.014	-0.007
Si	15.05	50.543	9.685	-0.017	-0.009	-0.001
Si	12.336	58.779	9.597	-0.01	0.007	-0.024
Si	15.068	56.01	9.638	-0.011	-0.006	0
Si	12.317	64.284	9.533	0.018	-0.03	-0.011
Si	15.065	61.537	9.559	-0.031	-0.018	-0.009
Si	-0.009	0.031	10.854	-0.001	0.014	0.013
Si	2.72	2.762	10.86	0.009	-0.031	0.007
Si	-0.029	5.499	10.878	0.012	-0.038	-0.004
Si	2.701	8.241	10.93	-0.023	0	0.007
Si	-0.029	10.959	10.985	-0.017	0.025	-0.005
Si	2.727	13.695	11.011	-0.023	0.022	-0.006
Si	-0.014	16.417	11.057	-0.036	0.024	-0.013
Si	2.707	19.142	11.068	0.015	0.02	0.001
Si	-0.013	21.864	11.06	-0.004	0.023	0.003
Si	2.71	24.596	11.049	0.029	-0.008	-0.009
Si	0.005	27.329	11.053	0.002	-0.004	-0.012
Si	2.742	30.068	11.062	-0.009	-0.005	-0.007
Si	0.027	32.813	11.082	-0.031	-0.015	-0.005
Si	2.765	35.544	11.1	-0.005	-0.018	-0.008
Si	0.022	38.288	11.099	-0.026	0.01	0.013
Si	2.753	41.022	11.091	-0.042	0	-0.003
Si	0.004	43.757	11.083	-0.019	0.015	0.006
Si	2.749	46.471	11.067	-0.012	0.003	0.004
Si	0.017	49.195	11.067	-0.002	-0.014	0.008
Si	2.757	51.912	11.042	-0.028	-0.001	0.008
Si	0.025	54.647	11.01	0.051	0.049	0.009
Si	2.751	57.393	10.954	0.018	0.058	0.005
Si	0.028	60.168	10.919	-0.002	-0.011	0.006
Si	2.733	62.916	10.87	0.021	-0.002	0.022
Si	5.448	0.035	10.872	0.023	0.003	0.027
Si	8.169	2.775	10.858	-0.002	-0.001	0.018
Si	5.445	5.509	10.873	0.006	0.001	-0.001
Si	8.165	8.246	10.897	-0.024	-0.037	-0.007
Si	5.441	10.975	10.955	-0.046	-0.006	-0.006
Si	8.174	13.695	11.019	0.002	-0.008	0.006
Si	5.46	16.419	11.042	0.029	-0.015	-0.003
Si	8.179	19.142	11.06	0.004	0.016	-0.001
Si	5.436	21.872	11.064	0.024	0.022	-0.008
Si	8.181	24.592	11.059	0.029	0.018	-0.006
Si	5.455	27.326	11.047	0.014	-0.008	-0.004
Si	8.207	30.066	11.06	-0.015	0.012	-0.009
Si	5.485	32.805	11.084	0	-0.002	-0.001
Si	8.226	35.538	11.087	0.011	-0.016	-0.001
Si	5.496	38.273	11.098	0.036	-0.012	-0.011
Si	8.231	41.012	11.094	0.006	0.005	0
Si	5.485	43.746	11.098	-0.041	0.012	-0.005
Si	8.227	46.465	11.103	-0.018	-0.012	0.003
Si	5.486	49.183	11.051	-0.034	0.03	-0.013
Si	8.224	51.893	11.03	-0.013	0.003	-0.01
Si	5.49	54.636	11.004	-0.037	0.009	0.006
Si	8.213	57.381	10.958	0	0.046	0.001
Si	5.48	60.143	10.889	0.02	-0.002	0.008
Si	8.196	62.918	10.874	-0.01	-0.019	0.006
Si	10.932	0.046	10.849	-0.024	0.002	0.007
Si	13.653	2.785	10.842	-0.019	-0.028	-0.008
Si	10.897	5.509	10.861	0.006	-0.016	-0.001
Si	13.622	8.223	10.913	-0.005	0.005	-0.008
Si	10.891	10.965	10.962	-0.032	0.005	-0.005
Si	13.645	13.69	11.034	-0.003	-0.026	0.002
Si	10.919	16.413	11.057	0.022	0.007	0.012
Si	13.663	19.134	11.069	-0.008	0.014	0.005
Si	10.929	21.853	11.068	-0.003	0	0.004
Si	13.669	24.585	11.059	0.005	0.006	-0.009
Si	10.942	27.319	11.067	-0.005	0	0
Si	13.694	30.072	11.069	-0.021	-0.007	-0.013
Si	10.956	32.809	11.077	-0.022	0.004	-0.001
Si	13.698	35.555	11.085	-0.013	0.01	-0.004
Si	10.959	38.29	11.089	0	-0.012	0.012
Si	13.687	41.031	11.085	-0.009	0.021	-0.001
Si	10.957	43.751	11.093	0.031	-0.011	0.003
Si	13.698	46.484	11.089	-0.006	-0.009	0.001
Si	10.958	49.182	11.092	0.006	-0.005	-0.003
Si	13.689	51.912	11.051	0.054	0.033	-0.001
Si	10.966	54.651	10.991	-0.013	0.014	-0.01
Si	13.7	57.413	10.964	-0.006	-0.007	-0.004
Si	10.951	60.16	10.935	0.002	0.008	0.006
Si	13.685	62.916	10.886	0.023	-0.002	0.007
Si	1.363	1.383	12.21	-0.019	-0.013	-0.005
Si	4.105	4.113	12.217	-0.015	0.026	-0.019
Si	1.341	6.843	12.261	-0.04	0	-0.013
Si	4.079	9.599	12.304	0.02	0.018	-0.012
Si	1.346	12.324	12.358	0.011	-0.018	-0.014
Si	4.091	15.052	12.408	0.003	0.006	0.004
Si	1.337	17.776	12.45	-0.021	-0.038	0.019
Si	4.065	20.503	12.445	0.008	-0.011	0.006
Si	1.35	23.219	12.438	-0.012	-0.004	-0.005
Si	4.088	25.954	12.416	0.003	0.021	-0.003
Si	1.373	28.701	12.423	0.006	0.002	0.001
Si	4.114	31.428	12.434	-0.012	0.015	-0.009
Si	1.388	34.185	12.456	0.03	0.017	0.004
Si	4.129	36.91	12.471	-0.024	-0.013	-0.011
Si	1.376	39.67	12.467	0.027	0.015	0.006
Si	4.089	42.411	12.469	0.059	-0.024	0.002
Si	1.354	45.149	12.451	0.055	0.01	-0.014
Si	4.098	47.855	12.434	0.022	-0.034	-0.025
Si	1.379	50.573	12.431	0.025	0.032	-0.013
Si	4.117	53.299	12.397	0.033	0.019	-0.006
Si	1.394	56.037	12.345	-0.057	-0.008	-0.008
Si	4.106	58.807	12.274	0.012	-0.06	-0.008
Si	1.397	61.553	12.255	-0.009	-0.006	0.015
Si	4.084	64.288	12.231	-0.03	-0.026	0.009
Si	6.819	1.405	12.228	0.016	0.015	0.001
Si	9.538	4.137	12.21	-0.017	-0.012	-0.007
Si	6.81	6.869	12.239	0.023	0.023	-0.009
Si	9.514	9.593	12.303	0.053	0.032	0.012
Si	6.791	12.326	12.368	-0.006	-0.022	-0.002
Si	9.531	15.048	12.423	-0.02	-0.017	0.004
Si	6.808	17.778	12.441	-0.001	-0.017	0.004
Si	9.552	20.484	12.443	-0.01	-0.025	0.004
Si	6.814	23.222	12.43	-0.018	-0.002	-0.001
Si	9.566	25.939	12.421	-0.04	-0.025	0.004
Si	6.838	28.686	12.409	0.03	0.015	-0.007
Si	9.58	31.435	12.434	0.015	-0.007	0.001
Si	6.861	34.172	12.458	0.009	-0.004	-0.011
Si	9.603	36.91	12.452	-0.014	0.019	-0.002
Si	6.873	39.637	12.456	-0.044	-0.015	-0.008
Si	9.602	42.375	12.462	-0.016	0.022	-0.002
Si	6.844	45.12	12.475	0.016	-0.004	0.006
Si	9.59	47.838	12.483	-0.003	0.008	0.014
Si	6.837	50.561	12.417	0.003	-0.026	0.001
Si	9.595	53.288	12.359	0.017	0.043	0
Si	6.835	56.036	12.348	0.022	-0.008	0.025
Si	9.556	58.796	12.28	-0.023	-0.055	-0.018
Si	6.817	61.55	12.224	-0.023	-0.001	-0.001
Si	9.553	64.32	12.205	0.061	0.001	-0.01
Si	12.305	1.41	12.193	0.053	0.048	-0.003
Si	15.023	4.119	12.226	-0.012	0.026	0
Si	12.246	6.856	12.258	-0.001	-0.015	-0.003
Si	14.981	9.576	12.302	0.007	-0.02	-0.03
Si	12.241	12.317	12.361	0.023	0.015	-0.013
Si	15.009	15.056	12.416	0.024	-0.004	-0.008
Si	12.278	17.773	12.446	0.004	-0.013	-0.009
Si	15.03	20.49	12.449	0	-0.003	-0.004
Si	12.307	23.204	12.436	-0.014	0.002	0.012
Si	15.043	25.949	12.417	-0.036	-0.004	-0.005
Si	12.32	28.695	12.422	0.008	0.022	0.006
Si	15.057	31.452	12.44	0.042	0.041	0.002
Si	12.328	34.191	12.451	0.019	0.005	0
Si	15.041	36.938	12.467	0.014	-0.051	0.017
Si	12.322	39.668	12.456	0.024	-0.015	-0.006
Si	15.031	42.406	12.463	0.005	-0.033	-0.006
Si	12.328	45.124	12.457	-0.007	0.004	-0.02
Si	15.058	47.863	12.473	0.014	0.008	0.006
Si	12.331	50.562	12.453	-0.046	-0.022	0.004
Si	15.067	53.29	12.392	-0.068	-0.03	-0.003
Si	12.322	56.053	12.324	0.041	0.03	-0.006
Si	15.069	58.815	12.288	0.011	0.034	-0.012
Si	12.316	61.57	12.255	-0.008	-0.03	0.002
Si	15.055	64.289	12.22	-0.041	-0.03	0.002
Si	0.002	2.739	13.564	0.025	-0.023	0.012
Si	2.713	0.022	13.59	-0.003	0.05	0.005
Si	-0.037	8.198	13.622	-0.01	0.026	0.004
Si	2.749	5.465	13.578	0.007	-0.064	0.014
Si	-0.018	13.674	13.747	-0.028	0.014	0.005
Si	2.738	10.962	13.698	-0.018	0.02	0.015
Si	-0.039	19.12	13.852	0	0.046	0.005
Si	2.723	16.406	13.797	0.024	-0.042	-0.032
Si	-0.025	24.575	13.806	-0.004	0.016	0.005
Si	2.677	21.833	13.838	0.02	0.006	0
Si	0.027	30.086	13.794	-0.046	-0.012	0.004
Si	2.732	27.324	13.787	0.002	-0.005	-0.011
Si	0.014	35.566	13.811	-0.016	0.003	-0.012
Si	2.772	32.814	13.804	-0.024	-0.031	0.003
Si	-0.014	41.044	13.83	0.013	0.008	-0.016
Si	2.749	38.291	13.815	0.039	-0.03	0.008
Si	0.016	46.516	13.866	0.005	-0.038	0.004
Si	2.698	43.796	13.835	-0.075	0.051	0.013
Si	0.022	51.951	13.803	0.022	-0.004	0.012
Si	2.734	49.22	13.819	0.005	-0.013	0.016
Si	0.035	57.459	13.654	-0.001	-0.003	0.016
Si	2.742	54.681	13.748	0.041	0.024	0.032
Si	0.033	62.946	13.584	-0.009	-0.002	-0.01
Si	2.772	60.21	13.636	-0.015	-0.021	0
Si	5.471	2.77	13.603	-0.032	-0.012	0.065
Si	8.186	0.041	13.584	-0.027	0.01	0.046
Si	5.468	8.219	13.628	-0.021	-0.033	-0.013
Si	8.179	5.497	13.579	-0.02	-0.019	-0.008
Si	5.454	13.686	13.787	-0.03	-0.022	0.011
Si	8.153	10.932	13.708	-0.002	0.037	-0.024
Si	5.418	19.127	13.818	-0.005	0.021	-0.043
Si	8.168	16.409	13.826	-0.007	-0.012	0.018
Si	5.435	24.574	13.794	0.041	-0.024	0.01
Si	8.167	21.843	13.801	0.022	0.02	-0.007
Si	5.482	30.047	13.785	0.026	0.025	-0.012
Si	8.202	27.313	13.772	-0.031	0.007	-0.01
Si	5.515	35.551	13.838	-0.021	-0.011	0.046
Si	8.232	32.804	13.823	-0.007	0.033	0.03
Si	5.482	41.019	13.778	0.017	-0.002	-0.034
Si	8.253	38.277	13.833	0.015	-0.053	0
Si	5.458	46.514	13.817	-0.059	0.043	-0.012
Si	8.243	43.752	13.815	0.007	0	-0.01
Si	5.469	51.936	13.781	-0.025	0.033	0.001
Si	8.19	49.222	13.82	0.002	0.032	-0.01
Si	5.431	57.439	13.659	-0.064	0.16	-0.023
Si	8.209	54.655	13.698	0.029	-0.033	-0.001
Si	5.444	62.911	13.584	0.055	-0.024	-0.001
Si	8.164	60.191	13.59	0.065	-0.035	0.041
Si	10.918	2.761	13.534	-0.014	-0.022	-0.001
Si	13.681	0.044	13.54	-0.012	-0.015	-0.03
Si	10.873	8.204	13.648	0.015	0.017	-0.01
Si	13.64	5.477	13.573	0.043	-0.003	-0.019
Si	10.89	13.661	13.781	0.032	-0.057	0.023
Si	13.59	10.907	13.687	0.017	0.029	0.023
Si	10.886	19.101	13.841	0.004	0.038	-0.011
Si	13.64	16.402	13.818	-0.035	0.011	0.023
Si	10.917	24.554	13.791	0.019	0.044	-0.01
Si	13.645	21.823	13.833	0.008	-0.001	0.007
Si	10.958	30.065	13.791	-0.015	-0.002	0.006
Si	13.684	27.317	13.781	0.035	-0.028	-0.002
Si	10.985	35.574	13.838	-0.005	-0.031	0.01
Si	13.702	32.829	13.817	-0.01	-0.041	0.006
Si	10.969	41.02	13.85	-0.001	0.011	0.017
Si	13.674	38.32	13.847	-0.053	0.05	-0.012
Si	10.996	46.493	13.848	0.017	-0.067	0
Si	13.672	43.772	13.854	-0.037	0.051	0.013
Si	10.945	51.956	13.774	0.004	0.01	0.007
Si	13.717	49.243	13.868	-0.015	-0.002	0.018
Si	10.925	57.441	13.636	-0.025	0.063	-0.017
Si	13.687	54.695	13.696	0.009	0.017	-0.006
Si	10.93	62.978	13.559	-0.069	0.012	0.016
Si	13.699	60.217	13.609	-0.014	-0.04	0.026
Si	1.399	4.074	14.916	0.007	0.047	-0.019
Si	4.085	1.387	14.93	0.003	-0.049	-0.06
Si	1.361	9.539	14.969	-0.027	-0.046	-0.045
Si	4.14	6.798	14.941	-0.019	0.09	0.004
Si	1.385	14.999	15.143	-0.03	0.045	0.028
Si	4.095	12.293	15.141	-0.011	0.007	0.011
Si	1.32	20.465	15.264	-0.012	-0.027	0.079
Si	4.033	17.792	15.211	-0.014	-0.006	0.054
Si	1.348	25.965	15.145	0.01	0.005	0.022
Si	4.055	23.21	15.173	0.006	0.029	0.021
Si	1.405	31.454	15.166	0.054	0.056	0.051
Si	4.121	28.675	15.15	-0.011	-0.03	0.074
Si	1.356	36.951	15.179	-0.041	-0.021	0.018
Si	4.149	34.16	15.187	0.023	0.013	0.009
Si	1.297	42.45	15.206	0.037	-0.048	0.004
Si	4.12	39.672	15.155	-0.006	0.058	-0.012
Si	1.363	47.918	15.254	0.034	0.007	0.062
Si	4.048	45.203	15.186	0.083	0.027	0.002
Si	1.389	53.328	15.159	-0.028	-0.003	0.004
Si	4.09	50.601	15.178	0.007	0.024	0.032
Si	1.414	58.844	14.991	-0.009	0.047	0.012
Si	4.075	56.112	15.082	-0.008	-0.109	0.025
Si	1.366	64.297	14.99	0.006	-0.13	0.062
Si	4.101	61.598	15.027	0.001	0.046	0.085
Si	6.858	4.138	14.965	0.111	0.062	0.002
Si	9.582	1.411	14.92	0.065	0.013	-0.014
Si	6.805	9.538	15.063	-0.059	0.046	0.065
Si	9.498	6.837	14.991	-0.003	-0.009	0.064
Si	6.787	15.058	15.204	0.05	-0.001	0.071
Si	9.504	12.265	15.117	-0.023	-0.033	-0.001
Si	6.787	20.488	15.176	-0.039	-0.016	0.013
Si	9.518	17.747	15.255	0.029	-0.006	0.096
Si	6.823	25.949	15.132	0.048	0.054	0.023
Si	9.551	23.182	15.172	-0.046	-0.085	0.048
Si	6.858	31.397	15.159	-0.009	-0.085	0.008
Si	9.599	28.656	15.13	-0.015	0.067	0.027
Si	6.888	36.927	15.215	0.061	0.01	0.011
Si	9.62	34.187	15.18	-0.003	-0.012	-0.008
Si	6.861	42.363	15.129	-0.096	-0.04	-0.024
Si	9.629	39.622	15.22	0.006	0.001	0.05
Si	6.808	47.879	15.205	-0.006	-0.077	0.043
Si	9.62	45.112	15.19	0.006	0.023	0
Si	6.856	53.311	15.114	0.006	0.032	0.032
Si	9.539	50.635	15.159	0.011	-0.053	0.041
Si	6.756	58.876	14.972	-0.024	-0.123	-0.002
Si	9.57	56.064	15.003	0.029	0.038	0.003
Si	6.799	64.288	14.917	-0.07	-0.028	-0.058
Si	9.53	61.617	14.878	0.028	0.037	-0.052
Si	12.272	4.104	14.9	0.031	0.015	0.003
Si	15.074	1.344	14.916	-0.062	0.032	0.036
Si	12.223	9.526	15.065	-0.038	0.041	0.045
Si	14.987	6.827	14.961	-0.039	-0.104	0.013
Si	12.245	15.035	15.172	0.054	0.01	0.037
Si	14.964	12.279	15.023	-0.003	-0.02	-0.074
Si	12.258	20.451	15.212	-0.042	0.006	0.051
Si	14.992	17.754	15.232	0.004	-0.078	0.068
Si	12.298	25.934	15.122	0.004	-0.031	0.015
Si	15.028	23.187	15.19	-0.04	0.021	0.048
Si	12.331	31.441	15.159	0.011	0.037	-0.009
Si	15.063	28.698	15.131	0.001	0.034	0.011
Si	12.312	36.977	15.245	0.057	-0.022	0.061
Si	15.067	34.212	15.193	0.02	0.016	0.058
Si	12.301	42.41	15.239	0.035	-0.056	0.032
Si	15.034	39.692	15.222	0.021	-0.012	0.073
Si	12.364	47.857	15.24	-0.045	0.072	0.049
Si	15.043	45.143	15.224	0.024	0.052	0.011
Si	12.325	53.357	15.098	-0.006	-0.003	0.022
Si	15.086	50.637	15.252	0.005	-0.001	0.057
Si	12.278	58.875	14.93	0.033	-0.071	-0.111
Si	15.058	56.101	14.999	-0.008	0.008	-0.02
Si	12.286	64.37	14.909	0.074	0.037	0.018
Si	15.072	61.611	14.942	0.032	-0.011	0.009
Si	0.009	0.019	16.369	-0.014	0.029	-0.034
Si	2.754	2.728	16.322	0.012	-0.006	0.031
Si	0.015	5.438	16.212	0.029	0.024	0.196
Si	2.762	8.145	16.263	0.019	0.011	0.136
Si	-0.055	10.874	16.279	0.038	0.076	-0.015
Si	2.734	13.635	16.557	0.042	-0.031	0.087
Si	0.034	16.362	16.515	-0.064	-0.024	0.054
Si	2.671	19.092	16.691	0.01	0.02	0.172
Si	-0.073	21.822	16.64	0.032	-0.015	-0.045
Si	2.671	24.581	16.519	0.024	0.011	0.032
Si	0.039	27.378	16.518	-0.059	-0.019	0.044
Si	2.795	30.077	16.515	-0.049	0.004	-0.033
Si	0.041	32.828	16.54	0.026	-0.055	0.023
Si	2.75	35.57	16.482	-0.015	-0.081	-0.026
Si	0.002	38.33	16.587	0.038	0.027	0.137
Si	2.7	41.049	16.458	-0.004	0.005	0.173
Si	-0.083	43.774	16.66	0.02	0.119	0.107
Si	2.727	46.58	16.652	-0.101	0.038	0.128
Si	0.027	49.284	16.71	0.012	0.015	-0.02
Si	2.71	51.934	16.578	0.097	0.005	0.073
Si	0.043	54.819	16.42	-0.082	-0.022	-0.009
Si	2.725	57.526	16.459	-0.064	0.061	-0.023
Si	0.051	60.25	16.287	0.066	0.003	0.154
Si	2.745	62.989	16.408	-0.096	0.025	0.219
Si	5.421	-0.001	16.271	0.021	-0.055	0.148
Si	8.291	2.806	16.291	-0.166	0.084	0.065
Si	5.515	5.494	16.357	-0.058	-0.044	0.02
Si	8.104	8.112	16.441	0.171	0.028	0.056
Si	5.465	10.884	16.476	0.068	-0.126	0.009
Si	8.196	13.659	16.524	-0.126	0.024	-0.03
Si	5.397	16.455	16.585	-0.059	-0.08	-0.011
Si	8.103	19.14	16.602	0.086	0.048	0.033
Si	5.4	21.828	16.544	-0.017	-0.055	0.154
Si	8.198	24.594	16.489	-0.118	0.037	-0.001
Si	5.449	27.274	16.53	0.055	0.047	0.171
Si	8.225	29.993	16.496	0.066	0.021	0.158
Si	5.519	32.754	16.555	-0.027	0.123	0.011
Si	8.291	35.557	16.58	-0.036	0.067	0.023
Si	5.538	38.374	16.536	-0.005	-0.064	-0.037
Si	8.215	40.987	16.514	0.028	0.104	-0.002
Si	5.453	43.76	16.387	0.135	-0.061	0.047
Si	8.224	46.483	16.495	-0.016	0.098	0.008
Si	5.453	49.284	16.593	-0.082	0	-0.033
Si	8.168	51.975	16.593	-0.007	0.043	-0.033
Si	5.481	54.737	16.393	-0.004	0.039	0.049
Si	8.132	57.463	16.227	-0.115	0.091	-0.017
Si	5.45	60.252	16.432	0.006	-0.027	-0.031
Si	8.147	62.929	16.266	0.098	0.026	0.02
Si	10.916	0.067	16.326	0.033	-0.017	0.099
Si	13.637	2.687	16.183	0.031	-0.063	0.122
Si	10.927	5.475	16.266	-0.058	-0.067	0.088
Si	13.598	8.12	16.39	0.048	0.018	-0.026
Si	10.772	10.792	16.478	0.096	0.144	0.169
Si	13.613	13.592	16.448	-0.012	-0.038	0.11
Si	10.897	16.357	16.65	-0.106	0.022	-0.036
Si	13.556	19.068	16.641	-0.009	0.043	-0.061
Si	10.87	21.795	16.595	0.084	0.034	0.112
Si	13.629	24.565	16.503	-0.039	0.026	0.073
Si	10.967	27.298	16.508	0.025	0.01	-0.029
Si	13.68	30.032	16.499	0.102	-0.001	-0.038
Si	10.997	32.825	16.536	-0.001	-0.078	0.077
Si	13.753	35.651	16.566	-0.097	-0.008	-0.022
Si	10.964	38.317	16.718	-0.054	0.065	0.124
Si	13.696	41.08	16.624	-0.102	-0.005	0.019
Si	10.924	43.748	16.64	-0.017	-0.011	0.093
Si	13.764	46.518	16.66	0.076	-0.145	-0.01
Si	10.94	49.286	16.486	-0.001	0.017	0.034
Si	13.743	52.122	16.543	-0.142	-0.02	0.016
Si	10.904	54.707	16.42	0.056	-0.005	-0.012
Si	13.599	57.459	16.247	0.097	0.02	0.075
Si	10.953	60.341	16.21	-0.074	0.023	0.031
Si	13.722	63.066	16.22	-0.199	-0.06	-0.039
Si	1.412	1.365	17.712	0.017	-0.046	-0.054
Si	4.211	4.047	17.635	0.011	0.088	0.015
Si	1.426	6.754	17.59	-0.048	-0.136	-0.169
Si	4.098	9.403	17.75	0.026	-0.143	-0.103
Si	1.309	12.103	17.724	-0.05	-0.075	-0.137
Si	4.084	15.068	17.985	-0.07	0.117	0.02
Si	1.274	17.663	18.094	0.132	-0.04	0.031
Si	4.049	20.532	18.062	-0.06	0.018	0.046
Si	1.315	23.256	17.939	0.072	-0.05	-0.065
Si	4.011	25.936	17.914	0.018	0.098	-0.145
Si	1.438	28.756	17.906	0.017	-0.012	-0.002
Si	4.155	31.385	17.945	0.101	-0.104	0.061
Si	1.438	34.209	17.905	-0.064	0.084	-0.013
Si	4.125	36.979	17.757	-0.13	0.065	-0.004
Si	1.342	39.774	17.92	0.038	0.11	0.025
Si	4.086	42.439	17.746	-0.152	0.082	-0.223
Si	1.3	45.188	17.981	-0.055	0.086	-0.196
Si	4.088	48.022	18.052	-0.09	0.044	0.03
Si	1.362	50.676	18.153	0.089	-0.015	0.111
Si	4.132	53.385	17.778	0.025	-0.059	-0.196
Si	1.292	56.224	17.839	-0.075	0.066	0.112
Si	4.117	58.869	17.831	-0.06	0.05	0.047
Si	1.382	61.578	17.774	0.06	-0.011	-0.063
Si	4.078	64.412	17.844	-0.087	-0.033	-0.048
Si	6.89	1.357	17.474	-0.02	-0.014	-0.255
Si	9.649	4.173	17.726	0.074	0.067	-0.057
Si	6.796	6.779	17.905	-0.088	0.041	0.154
Si	9.422	9.351	17.938	-0.037	-0.034	0.005
Si	6.861	12.241	17.847	0.122	-0.065	-0.17
Si	9.476	15.005	18.013	0.156	-0.144	0.128
Si	6.689	17.855	18.012	-0.176	0.097	0.037
Si	9.458	20.463	18.031	-0.005	-0.048	0.002
Si	6.751	23.279	17.817	0.042	0.072	-0.188
Si	9.63	25.899	17.855	0.028	-0.034	-0.035
Si	6.895	28.582	17.905	-0.063	-0.078	-0.09
Si	9.643	31.352	17.837	-0.106	0.009	-0.065
Si	6.948	34.114	17.868	0.174	-0.254	0.06
Si	9.528	36.942	18.1	-0.001	-0.082	0.181
Si	6.883	39.727	17.981	0.017	-0.045	0.091
Si	9.489	42.311	17.966	-0.009	-0.021	-0.099
Si	6.868	45.014	17.758	-0.161	-0.174	-0.234
Si	9.538	47.928	17.837	-0.049	0.031	-0.172
Si	6.776	50.629	18.026	0.001	0.046	0.009
Si	9.54	53.421	17.879	0.018	-0.022	-0.013
Si	6.844	56.143	17.721	0.097	-0.035	0.015
Si	9.446	58.993	17.373	-0.028	-0.116	-0.275
Si	6.821	61.674	17.759	-0.094	0.113	0.041
Si	9.508	64.274	17.611	-0.033	-0.094	-0.132
Si	12.317	1.439	17.695	0.098	0.14	0.074
Si	15.045	4.007	17.474	0.032	-0.034	-0.29
Si	12.195	6.755	17.756	-0.038	0.082	0.003
Si	15.037	9.503	17.628	0.107	0.001	-0.015
Si	12.152	12.218	17.757	-0.23	0.059	-0.194
Si	15.116	14.882	17.768	0.153	-0.061	-0.271
Si	12.24	17.684	18.104	-0.062	0.067	0.164
Si	14.882	20.464	17.997	-0.025	0.072	-0.041
Si	12.262	23.199	17.922	0.013	-0.061	-0.021
Si	15.002	26.002	17.787	-0.024	0.037	-0.127
Si	12.341	28.65	17.883	0.033	-0.019	-0.016
Si	15.072	31.384	17.834	0.044	-0.009	-0.128
Si	12.364	34.283	17.859	-0.017	0.091	-0.201
Si	15.087	36.994	18.046	0.036	-0.019	0.105
Si	12.372	39.772	18.07	-0.011	-0.007	-0.014
Si	14.92	42.449	18.133	0.044	-0.051	0.064
Si	12.374	45.106	17.968	0.003	0.052	-0.033
Si	15.119	47.877	18.127	0.054	-0.124	0.039
Si	12.312	50.719	17.796	-0.08	-0.008	-0.19
Si	15.097	53.621	17.9	-0.026	0.135	0.07
Si	12.269	56.136	17.693	0.12	-0.005	-0.06
Si	14.963	58.889	17.484	-0.023	-0.102	-0.176
Si	12.311	61.789	17.542	0.116	0.179	-0.131
Si	14.975	64.352	17.738	-0.046	-0.012	0.12
Si	-0.078	2.669	18.894	-0.115	0.135	0.31
Si	2.726	0.247	19.327	0.083	-0.159	0.352
Si	0.101	8.178	18.91	0.001	0.017	0.157
Si	2.801	5.341	18.949	-0.027	-0.036	0.158
Si	0.026	13.432	19.134	-0.202	0.031	0.254
Si	2.655	10.691	19.046	-0.198	-0.198	0.228
Si	-0.223	19.09	19.372	0.176	-0.163	0.219
Si	2.684	16.271	19.59	-0.008	0.124	0.314
Si	-0.084	24.678	19.15	-0.039	0.083	0.176
Si	2.623	21.96	19.416	0.114	-0.094	0.271
Si	0.029	30.077	19.278	-0.113	-0.038	0.211
Si	2.766	27.386	19.322	0.05	-0.088	0.143
Si	0.146	35.596	19.365	-0.054	0.021	0.271
Si	2.739	32.761	19.26	-0.022	0.042	0.242
Si	0.02	41.17	19.453	0.158	-0.019	0.245
Si	2.836	38.393	19.138	-0.074	0.011	0.239
Si	0.092	46.428	19.624	0.012	-0.089	0.106
Si	2.746	43.782	19.124	0.08	-0.141	0.356
Si	0.047	52.355	19.37	0.024	-0.098	0.363
Si	2.742	49.322	19.739	0.016	-0.016	-0.014
Si	-0.323	57.611	19.066	-0.163	0.226	0.381
Si	2.833	54.862	19.027	0.064	0.103	0.265
Si	-0.08	62.969	19.066	0.08	-0.118	0.283
Si	2.75	60.191	19.244	-0.049	0.171	0.233
Si	5.647	2.666	18.886	0.04	0.098	0.314
Si	8.186	0.078	18.89	-0.185	-0.143	0.122
Si	5.343	8.09	19.344	-0.083	0.192	0.202
Si	8.252	5.381	19.194	-0.005	-0.251	0.19
Si	5.512	13.606	19.179	0.005	0.236	0.197
Si	8.018	10.77	19.314	-0.019	0.124	0.16
Si	5.432	19.233	19.576	-0.026	0.19	0.251
Si	7.992	16.422	19.297	0.136	-0.193	-0.069
Si	5.318	24.497	19.233	-0.069	-0.166	0.398
Si	8.14	22.089	19.229	0.035	-0.06	0.486
Si	5.596	30.005	19.296	0.188	0.105	0.1
Si	8.242	27.09	19.265	-0.065	0.137	0.264
Si	5.474	35.545	18.974	-0.142	0.059	0.17
Si	8.35	32.709	19.268	-0.08	-0.036	0.209
Si	5.447	41.202	19.146	-0.196	-0.044	0.395
Si	8.041	38.34	19.549	0.131	-0.089	0.197
Si	5.552	46.432	19.006	0.185	-0.011	0.214
Si	8.051	43.628	19.304	-0.325	-0.049	0.248
Si	5.398	52.126	19.331	0.028	0.128	0.114
Si	8.194	49.231	19.342	0.091	-0.274	0.173
Si	5.567	57.535	19.139	-0.028	-0.167	0.334
Si	8.186	54.855	19.206	-0.041	0.055	0.356
Si	5.487	63.046	19.207	0.016	0.141	0.215
Si	8.267	60.253	18.923	0.001	-0.079	0.272
Si	11.062	2.893	19.122	0.265	-0.072	0.364
Si	13.599	0.075	19.167	-0.069	0.083	0.274
Si	10.777	7.881	19.35	-0.055	0.181	0.27
Si	13.705	5.32	18.804	0.013	-0.099	0.261
Si	10.818	13.479	19.342	0.151	-0.007	0.248
Si	13.537	10.743	18.899	0.041	0.09	0.283
Si	10.679	19.02	19.566	-0.082	0.006	0.123
Si	13.812	16.159	19.172	-0.106	0.031	0.133
Si	10.958	24.614	19.307	0.059	-0.052	0.351
Si	13.535	21.834	19.395	-0.085	0.159	0.2
Si	10.952	29.94	19.239	-0.043	0.108	0.311
Si	13.712	27.312	19.262	0.016	-0.022	0.359
Si	11.077	35.575	19.386	-0.079	0.143	0.226
Si	13.749	32.857	19.06	-0.027	-0.098	0.25
Si	10.841	41.032	19.422	-0.022	-0.146	0.204
Si	13.8	38.483	19.491	0.164	-0.054	0.203
Si	10.95	46.547	19.104	0.212	0.237	0.057
Si	13.441	43.711	19.614	-0.006	0.077	0.224
Si	10.976	52.092	19.194	0.024	-0.028	0.237
Si	13.635	49.389	19.198	-0.073	0.044	0.194
Si	10.755	57.634	18.63	-0.163	0.017	0.17
Si	13.689	55.056	19.292	-0.294	-0.042	0.355
Si	10.947	63.063	18.994	-0.045	-0.04	0.158
Si	13.678	60.353	18.73	0.109	0.046	0.178
Si	1.124	4.221	20.123	-0.196	-0.017	0.229
Si	4.45	1.592	20.559	0.137	0.071	-0.278
Si	1.683	8.978	20.498	-0.138	0.111	-0.058
Si	3.832	6.647	20.59	-0.103	0.039	-0.216
Si	1.612	14.316	20.697	0.288	-0.275	-0.037
Si	3.911	12.257	20.182	-0.032	0.054	0.378
Si	1.311	20.38	20.61	0.042	0.025	-0.27
Si	3.681	18.173	20.933	0.126	-0.173	-0.011
Si	1.062	26.236	20.499	0.055	0.017	0.189
Si	4.191	23.096	20.892	-0.285	0.039	-0.269
Si	1.116	31.683	20.637	0.006	0.021	0.156
Si	4.611	28.32	20.588	-0.189	0.218	0.158
Si	1.388	37.302	20.6	0.005	-0.141	-0.253
Si	4.285	34.123	20.363	-0.094	-0.073	0.008
Si	1.721	42.331	20.685	0.007	0.034	-0.273
Si	3.92	40.034	20.465	0.066	-0.013	-0.172
Si	1.92	47.316	21.093	0.119	0.065	-0.023
Si	4.193	45.101	20.361	0.098	0.043	0.076
Si	1.68	53.758	20.709	0.064	0.229	-0.423
Si	3.748	51.31	20.858	0.022	-0.135	0.006
Si	0.943	59.072	20.318	-0.04	0.08	-0.096
Si	4.417	55.924	20.449	0.133	0.254	-0.11
Si	1.516	64.083	20.435	-0.184	0.02	-0.023
Si	3.898	61.875	20.582	0.108	-0.07	-0.133
Si	7.366	3.499	20.313	0.233	-0.054	-0.207
Si	9.631	1.37	20.162	0.007	0.134	0.333
Si	6.063	10.056	20.611	0.107	-0.163	0.244
Si	9.327	6.526	20.992	-0.07	0.07	-0.383
Si	6.876	14.905	20.685	-0.199	-0.21	0.014
Si	9.786	11.653	20.649	-0.029	0.133	0.143
Si	6.631	21.085	20.718	-0.02	-0.255	-0.331
Si	9.103	17.574	21.001	0.333	-0.037	-0.251
Si	6.682	25.785	20.586	-0.149	0.028	-0.081
Si	9.681	23.228	20.769	0.038	0.063	-0.144
Si	7.325	30.999	20.629	0.038	-0.029	-0.227
Si	9.418	28.622	20.604	0.08	0.066	-0.008
Si	6.401	36.857	20.642	0.141	-0.173	-0.117
Si	10.006	33.823	20.586	0.073	-0.164	0.077
Si	6.24	42.693	20.821	0.06	0.127	-0.135
Si	9.857	39.355	20.837	-0.012	-0.047	-0.059
Si	7.317	47.208	20.362	0.016	0.142	0.058
Si	9.596	45.053	20.253	0.021	0.152	0.489
Si	6.593	53.723	20.637	0.059	0.051	-0.086
Si	9.805	50.511	20.52	0.097	-0.148	0.25
Si	7.2	58.74	20.362	-0.024	0.024	0.136
Si	9.408	56.631	20.233	-0.011	-0.034	0.178
Si	6.53	64.877	20.382	0.205	-0.238	0.039
Si	9.948	61.301	20.17	0.306	-0.089	0.435
Si	12.832	3.966	20.519	-0.096	0.231	-0.126
Si	14.895	1.608	20.447	0.06	-0.209	-0.015
Si	12.13	9.512	20.344	0.113	-0.115	0.011
Si	15.34	6.491	19.915	0.115	0.304	0.363
Si	12.668	14.53	20.446	-0.036	-0.137	0.18
Si	14.711	12.222	20.245	-0.014	-0.085	0.156
Si	11.758	20.794	20.71	0.088	0.022	0.022
Si	15.119	17.425	20.726	-0.133	0.148	0.142
Si	12.592	25.715	20.638	0.059	-0.064	0.026
Si	14.805	23.536	20.531	-0.129	0.009	0.173
Si	12.184	31.656	20.326	0.119	-0.053	0.163
Si	15.309	28.452	20.61	0.115	-0.006	0.035
Si	12.269	37.223	20.739	-0.148	-0.097	-0.041
Si	15.309	33.9	20.508	0.004	0.099	0.122
Si	11.528	42.675	21.056	-0.226	-0.058	-0.156
Si	15.53	39.567	20.976	0.048	0.167	0.063
Si	11.951	48.247	20.446	-0.073	0.075	0.259
Si	15.039	44.92	20.883	-0.094	0.116	-0.189
Si	12.589	53.33	20.463	0.064	-0.153	0.048
Si	14.743	51.1	20.421	-0.07	0.053	0.085
Si	12.019	59.153	19.766	-0.043	0.173	0.483
Si	14.219	57.096	20.756	0.149	0.128	-0.253
Si	11.817	64.735	20.476	-0.21	0.162	-0.081
Si	15.135	61.322	20.313	0.084	0.067	-0.082
Si	-2.852	-2.585	22.485	-0.074	-0.02	0.064
Si	-0.401	2.855	30.23	0.043	-0.058	-0.394
Si	-2.276	5.803	22.525	0.016	0.04	0.195
Si	0.403	4.066	23.065	-0.035	0.179	0.148
Si	2.064	8.181	29.084	0.08	0.119	-0.333
Si	-3.097	16.347	22.676	-0.125	0.103	0.197
Si	3.421	17.403	23.931	-0.162	-0.01	0.355
Si	-0.419	21.738	22.73	0.089	0.114	0.221
Si	4.407	27.144	26.059	-0.089	-0.024	0.275
Si	-2.983	29.87	22.526	0.2	0.154	0.067
Si	1.683	31.057	23.634	-0.063	0.04	0.437
Si	0.203	28.989	25.439	0.055	-0.184	0.308
Si	3.761	36.354	22.303	-0.066	-0.06	0.125
Si	-0.516	39.972	24.141	0.057	-0.03	0.225
Si	3.928	42.899	24.788	0.023	-0.02	0.324
Si	0.912	42.177	25.342	0.048	-0.192	0.38
Si	0.254	48.221	26.491	-0.035	0.149	0.332
Si	2.046	56.615	22.164	0.045	0.158	-0.067
Si	1.55	52.725	26.736	0.071	-0.083	0.118
Si	4.878	62.131	23.63	0.157	0.093	0.144
Si	-1.223	59.892	27.012	0.096	0.022	0.045
Si	6.971	59.822	23.221	0.196	-0.095	0.279
Si	7.171	-1.567	23.256	0.047	0.053	0.256
Si	5.106	4.176	22.266	0.102	-0.018	0.042
Si	8.378	4.715	30.18	0.105	0.089	-0.317
Si	6.822	4.889	24.572	0.28	0.153	0.217
Si	6.16	9.57	23.718	-0.116	0.238	0.477
Si	9.328	15.005	22.577	-0.059	0.26	0.37
Si	5.592	15.692	23.413	0.064	-0.302	0.371
Si	7.837	21.076	23.527	0.016	-0.182	0.576
Si	7.837	24.166	23.129	0.073	0.011	0.263
Si	4.779	27.635	23.298	0.055	0.276	0.489
Si	4.273	31.976	24.707	-0.013	0.002	0.331
Si	6.092	32.851	22.425	-0.139	-0.094	0.09
Si	5.271	40.828	23.013	-0.096	-0.021	0.243
Si	4.212	46.025	25.023	0.028	-0.081	0.326
Si	9.12	45.805	24.544	0.029	0.099	0.17
Si	6.663	46.991	23.263	0.119	0.1	0.21
Si	7.588	53.533	29.764	0.137	0.065	-0.517
Si	4.066	53.672	25.568	0.046	0.012	0.177
Si	7.494	58.073	25.472	-0.031	-0.018	0.233
Si	6.514	60.267	27.375	0.11	0.015	0.036
Si	15.943	1.209	23.407	-0.037	0.052	0.237
Si	8.817	-0.132	25.337	0.053	-0.026	0.031
Si	13.533	8.565	23.093	-0.115	0.061	0.198
Si	10.081	9.146	27.24	0.091	-0.074	-0.068
Si	16.213	15.553	22.788	-0.048	0.106	0.204
Si	13.14	20.546	23.375	-0.104	0.138	0.64
Si	15.545	22.805	25.445	-0.21	0.017	0.272
Si	16.237	24.48	27.486	-0.089	-0.125	0.232
Si	11.261	27.548	22.78	0.012	-0.154	0.229
Si	7.219	34.17	27.912	-0.031	0.149	-0.152
Si	14.2	35.716	22.786	-0.021	-0.065	0.158
Si	11.596	38.377	25.194	0.023	-0.193	0.202
Si	9.612	42.878	25.61	0.114	0.116	0.309
Si	17.742	46.72	24.026	0.11	-0.046	0.382
Si	15.024	49.785	23.192	-0.298	0.102	0.286
Si	10.847	54.946	22.309	0.069	0.152	0.14
Si	17.403	57.978	24.64	-0.079	0.197	0.16
Si	9.154	61.793	23.113	0.044	-0.172	0.192
Si	16.39	63.895	23.212	0.029	-0.127	0.286
Si	2.324	4.185	27.095	-0.125	-0.07	0.009
Si	1.661	6.311	24.912	-0.149	0.115	0.194
Si	1.082	11.229	24.878	0.179	-0.051	0.297
Si	0.471	8.424	26.41	0.044	0.003	0.08
Si	3.557	16.724	26.616	0.046	-0.006	0.188
Si	0.892	16.832	25.289	0.076	0.225	0.395
Si	7.018	17.546	31.795	-0.012	0.085	-0.336
Si	6.88	26.502	24.919	-0.077	0.038	0.268
Si	2.857	25.143	22.862	-0.028	0.011	0.18
Si	6.725	28.375	27.327	-0.064	-0.171	-0.153
Si	0.417	33.024	25.466	0.106	-0.03	0.247
Si	3.128	36.807	25.257	-0.128	0.08	0.37
Si	2.945	34.154	26.673	-0.12	0.054	0.065
Si	0.476	43.796	22.965	-0.045	-0.137	0.235
Si	7.414	43.661	27.632	-0.025	-0.007	0.073
Si	8.721	52.685	22.525	0.065	-0.237	0.258
Si	0.356	48.547	29.512	0.046	-0.044	-0.105
Si	4.143	50.979	23.848	0.063	0.068	0.614
Si	6.751	53.311	32.571	0.102	0.119	-0.111
Si	3.231	62.736	26.32	0.058	-0.025	0.269
Si	5.986	63.187	27.603	0.107	-0.025	0.034
Si	11.209	1.084	26.154	-0.049	0.095	0.086
Si	8.069	7.454	23.619	0.115	0.023	0.518
Si	4.026	11.182	25.14	-0.063	0.035	0.192
Si	3.985	8.256	25.27	-0.104	0.028	0.331
Si	7.779	14.23	24.831	0.007	-0.019	0.272
Si	9.531	19.294	25.293	0.057	-0.101	0.263
Si	7.393	18.29	23.605	0.143	-0.014	0.511
Si	9.229	19.554	28.391	0.155	-0.112	-0.131
Si	13.815	24.934	25.997	-0.058	0.049	0.135
Si	9.912	28.872	32.12	0.025	0.039	-0.23
Si	8.129	35.057	22.639	0.103	0.037	0.111
Si	10.452	40.847	23.391	0.182	-0.08	0.266
Si	5.277	39.037	25.66	-0.098	-0.11	0.366
Si	5.184	41.669	27.267	0.028	-0.088	0.135
Si	6.247	46.656	27.05	0.099	0.092	-0.011
Si	12.39	50.169	24.701	-0.048	-0.005	0.29
Si	10.196	52.291	25.155	0.129	-0.054	0.441
Si	10.162	57.324	26.737	-0.105	0.074	0.099
Si	4.008	58.757	27.748	-0.05	-0.015	0.054
Si	12.56	59.333	26.003	-0.17	-0.025	0.193
Si	6.738	66.073	27.182	0.092	0.057	0.108
Si	11.785	62.13	24.847	-0.166	-0.037	0.349
Si	11.615	3.993	25.72	0.002	-0.029	0.316
Si	9.64	5.147	23.662	-0.005	0.039	0.356
Si	16.017	10.293	22.492	-0.001	0.165	-0.074
Si	9.788	12.408	23.542	0.171	-0.093	0.586
Si	13.224	12.611	30.051	-0.138	0.07	-0.241
Si	12.548	18.088	25.055	-0.073	0.082	0.455
Si	16.975	19.192	30.521	0.185	0.08	-0.365
Si	13.358	18.857	29.16	-0.083	0.02	-0.256
Si	11.961	27.401	25.759	0.23	-0.129	0.466
Si	16.893	30.794	27.632	-0.005	0.052	0.156
Si	10.27	34.413	27.34	0.068	0.107	-0.038
Si	16.317	36.864	24.63	0.052	-0.113	0.335
Si	11.458	37.272	28.103	-0.034	-0.075	-0.035
Si	13.856	39.714	26.209	0.103	-0.008	0.296
Si	14.086	49.873	27.186	0.078	-0.019	0.161
Si	11.61	47.239	24.65	-0.11	-0.004	0.309
Si	13.674	47.007	22.819	-0.192	0.015	0.167
Si	15.155	52.677	27.878	-0.108	0.03	-0.016
Si	14.593	58.377	23.688	-0.082	0.078	0.268
Si	16.362	57.08	27.131	0.137	-0.069	0.165
Si	10.576	64	27.022	-0.052	0.01	0.09
Si	18.632	65.366	27.436	0.031	0.056	0.035
Si	1.164	1.274	32.289	-0.031	-0.206	-0.432
Si	2.882	-4.808	32.584	-0.048	0.196	-0.13
Si	-0.605	7.629	30.821	0.125	0.278	-0.59
Si	2.017	4.507	30.106	-0.088	-0.31	-0.531
Si	0.107	12.342	27.439	-0.117	0.046	-0.073
Si	3.289	12.73	31.615	0.014	0.13	-0.495
Si	-3.731	22.313	25.655	0.049	0.048	0.297
Si	3.256	19.159	31.753	-0.072	-0.044	-0.329
Si	-2.817	30.048	25.533	0.021	-0.171	0.317
Si	0.749	24.419	30.538	-0.07	-0.083	-0.191
Si	-2.427	38.4	28.969	-0.114	0.016	-0.173
Si	1.641	26.22	25.56	-0.07	0.116	0.202
Si	-1.621	41.421	31.823	-0.15	-0.103	-0.08
Si	2.279	38.323	32.284	0.302	0.107	-0.366
Si	0.617	42.662	28.445	0.084	0.005	-0.06
Si	3.063	40.881	29.305	-0.135	-0.138	-0.254
Si	0.037	51.666	30.193	-0.003	-0.084	-0.197
Si	1.276	50.392	24.852	0.204	0.171	0.477
Si	3.647	52.656	32.015	-0.161	0.056	-0.347
Si	4.954	53.989	28.228	0.054	0.148	0.001
Si	1.578	60.734	27.972	0.042	-0.037	-0.054
Si	6.281	58.421	29.712	0.073	-0.006	-0.16
Si	4.399	2.679	30.497	-0.017	-0.015	-0.385
Si	6.111	12.705	31.999	0.148	0.037	-0.473
Si	6.885	5.325	27.737	0.111	0.052	-0.057
Si	4.803	7.269	28.094	-0.112	0.147	-0.04
Si	3.358	14.787	29.558	-0.135	-0.064	-0.13
Si	4.324	13.707	27.116	-0.065	-0.03	-0.004
Si	7.343	13.603	27.775	0.012	0.064	-0.083
Si	4.929	21.839	31.561	0.033	-0.084	-0.184
Si	7.554	20.561	30.727	-0.113	-0.014	-0.276
Si	3.304	31.968	28.697	-0.102	0.105	-0.229
Si	8.196	27.379	29.981	0.146	-0.094	-0.392
Si	5.301	35.336	30.204	-0.006	0.258	-0.554
Si	5.938	31.323	27.062	-0.069	-0.001	0.026
Si	7.36	38.403	29.854	-0.175	0.032	-0.365
Si	7.352	37.022	26.899	-0.04	0.054	0.17
Si	9.123	43.599	30.305	-0.032	0.089	-0.115
Si	7.524	50.574	29.436	0.154	-0.06	-0.181
Si	6.513	49.211	24.987	0.098	-0.046	0.116
Si	5.057	56.311	26.403	0.064	-0.022	0.048
Si	11.55	55.045	25.315	0.044	-0.078	0.335
Si	7.177	64.803	29.82	0.027	-0.013	-0.208
Si	8.441	61.345	31.721	-0.028	0.034	-0.319
Si	11.53	4.853	30.325	-0.149	-0.077	-0.246
Si	13.147	2.364	31.294	-0.085	0.088	-0.386
Si	11.737	10.352	25.094	-0.091	-0.015	0.125
Si	16.538	1.939	27.344	0.045	0.095	0.086
Si	9.61	11.837	28.65	-0.004	0.075	-0.195
Si	14.279	8.094	28.182	0.012	0.03	-0.268
Si	16.097	21.844	31.357	0.166	0.057	-0.426
Si	14.792	17.274	27.16	0.098	0.127	-0.066
Si	9.724	22.608	32.031	0.097	-0.059	-0.343
Si	14.398	24.147	31.594	-0.007	0.065	-0.545
Si	10.984	26.659	28.66	0.117	0.026	-0.069
Si	9.601	36.222	25.084	0.138	0.069	0.292
Si	14.441	34.841	25.44	0.065	-0.121	0.316
Si	13.942	43.015	29.557	0.011	-0.044	-0.151
Si	9.804	47.579	26.816	0.092	0.152	0.213
Si	8.504	50.467	26.598	0.076	0.039	0.194
Si	13.945	48.884	30.166	0.26	-0.102	-0.447
Si	10.935	56.208	31.483	0.096	0.103	-0.406
Si	13.991	55.281	26.972	-0.01	0.011	0.123
Si	16.248	60.724	24.228	0.114	-0.032	0.29
Si	2.278	-0.998	30.477	0.003	-0.179	-0.083
Si	4.385	2.103	27.517	-0.098	-0.028	-0.066
Si	-1.15	10.664	31.477	0.074	0.022	-0.56
Si	7.575	8.172	28.381	-0.164	-0.1	-0.149
Si	-1.302	15.474	31.94	0.056	0.047	-0.247
Si	1.421	11.003	29.75	0.221	-0.101	-0.38
Si	2.73	17.592	29.302	-0.086	0.048	-0.226
Si	6.355	15.189	30.139	0.049	-0.143	-0.373
Si	-3.905	28.893	30.428	-0.048	-0.101	-0.398
Si	3.557	24.537	31.597	-0.239	-0.044	-0.408
Si	4.06	33.943	32.41	0.021	-0.057	-0.313
Si	-0.445	31.516	31.782	-0.206	0.063	-0.299
Si	-0.487	38.473	31.386	-0.206	0.129	-0.246
Si	2.462	31.65	31.611	0.068	-0.007	-0.243
Si	0.844	43.444	32.152	-0.029	0.145	-0.358
Si	4.314	38.188	30.036	-0.078	0.02	-0.223
Si	2.975	47.557	30.514	-0.106	0.009	-0.245
Si	3.648	42.726	31.492	0.033	0.12	-0.375
Si	2.685	52.568	29.34	0.016	0.017	-0.26
Si	5.362	46.969	32.172	-0.099	0.028	-0.417
Si	1.749	55.298	32.259	-0.214	0.038	-0.224
Si	5.68	60.319	31.883	0.265	-0.094	-0.312
Si	0.942	61.985	30.653	0.143	0.236	-0.212
Si	2.796	5.927	32.732	0.317	0.033	-0.307
Si	6.736	3.599	32.315	0.125	-0.056	-0.435
Si	8.528	7.655	31.206	-0.083	-0.11	-0.356
Si	10.634	14.104	30.166	-0.012	0.13	-0.227
Si	9.13	12.068	31.544	0.078	0.232	-0.313
Si	10.754	17.348	29.73	0.042	-0.086	-0.403
Si	14.396	18.157	31.758	-0.158	0.054	-0.334
Si	6.233	26.096	32.053	0.052	0.012	-0.409
Si	11.788	21.294	28.3	-0.001	-0.083	-0.039
Si	7.178	36.682	32.302	-0.049	0.154	0.053
Si	9.069	40.541	31.13	0.071	-0.153	-0.24
Si	7.795	45.771	31.758	0.188	-0.059	-0.285
Si	8.182	47.609	29.282	-0.036	0.222	-0.283
Si	5.18	49.416	30.994	0.074	0.097	-0.343
Si	9.891	58.792	32.491	-0.19	-0.049	-0.153
Si	13.46	56.312	29.741	0.039	-0.115	-0.195
Si	4.892	65.378	31.639	0.056	-0.21	-0.236
Si	9.987	63.555	30.032	-0.172	0.135	-0.181
Si	11.191	7.028	32.376	0.101	-0.065	-0.118
Si	13.922	2.062	25.482	-0.112	0.107	0.108
Si	13.537	10.982	27.651	0.085	-0.007	-0.221
Si	11.854	6.481	27.688	-0.125	0.06	-0.118
Si	15.399	14.708	29.023	0.051	0.017	-0.314
Si	9.811	17.836	32.552	0.115	0.005	-0.067
Si	11.739	23.959	29.988	0.123	-0.062	-0.287
Si	12.896	32.798	27.196	0.099	0.002	-0.085
Si	14.701	28.906	32.505	-0.091	-0.096	-0.016
Si	11.345	39.625	29.693	0.044	0.061	-0.177
Si	14.277	31.275	29.389	0.023	-0.087	-0.166
Si	11.867	44.438	31.331	0.112	-0.094	-0.299
Si	11.884	41.787	27.563	0.031	-0.07	0.111
Si	12.256	47.402	32.207	0.087	-0.062	0.019
Si	18.644	44.745	29.869	-0.047	0.013	-0.278
Si	8.641	56.288	29.327	-0.075	0.03	-0.376
Si	15.216	50.491	32.482	0.106	-0.035	-0.045
Si	14.499	58.209	31.552	0.09	-0.069	-0.305
Si	16.366	56.51	30.16	-0.226	0.054	-0.277
Si	11.954	65.151	31.91	-0.142	-0.028	-0.431
Si	15.08	61.152	32.243	0.066	-0.099	-0.402
O	0.147	0.381	-1.205	0.065	0.183	0.165
O	1.613	-1.434	-0.157	-0.227	0.227	0.301
O	3.832	-1.291	-3.471	0.145	-0.151	0.05
O	2.38	2.028	-1.295	-0.024	0.578	0.237
O	-2.068	6.719	-0.393	0.516	0.128	-0.32
O	2.032	4.731	-0.782	-0.229	-0.233	-0.2
O	2.407	7.502	-1.408	-0.177	-0.267	-0.09
O	1.222	9.655	-0.637	0.033	0.135	0.262
O	-0.688	11.256	-1.473	0.175	-0.038	0.371
O	-1.159	9.017	-2.854	0.072	-0.041	0.135
O	1.595	14.923	-0.452	-0.09	0.02	0.26
O	3.002	12.775	-1.193	0.14	0.087	0.315
O	-0.305	16.244	-1.409	-0.104	0.09	0.107
O	-2.485	16.589	-2.766	0.109	-0.212	-0.108
O	3.6	18.011	-3.773	0.177	0.106	0.324
O	3.502	18.694	-1.108	0.182	0.141	0.351
O	-0.309	21.519	-1.45	-0.221	-0.274	0.507
O	1.724	20.549	-0.203	-0.074	-0.105	0.233
O	1.238	26.146	-0.564	0.018	0.038	0.602
O	3.13	24.343	-1.245	-0.203	0.202	0.189
O	-2.665	28.289	-3.077	0.225	0.064	0.167
O	-0.969	27.686	-1.11	-0.118	-0.063	0.034
O	0.959	31.759	-3.394	0.16	-0.079	-0.126
O	2.598	30.393	-1.75	0.119	-0.108	0.407
O	-0.434	32.448	-1.293	0.171	0.186	0.183
O	-1.705	31.906	-3.569	-0.124	0.138	0.15
O	2.022	37.192	-0.933	0.005	-0.122	0.013
O	3.745	35.211	-1.04	0.258	-0.173	0.061
O	-1.293	39.657	0.135	-0.064	0.086	0.064
O	-0.763	37.751	-1.558	0.238	-0.254	0.68
O	3.316	39.234	-5.191	-0.144	-0.087	0.204
O	2.259	39.832	-1.457	-0.092	0.1	0.27
O	1.084	44.664	-3.34	-0.221	-0.085	0.225
O	0.84	43.928	-0.718	0	-0.066	0.07
O	3.565	43.935	-4.02	0.146	0.01	0.179
O	3.736	46.969	-2.537	0.171	-0.033	0.144
O	1.453	47.417	-0.435	0.355	0.032	0.451
O	-0.383	49.262	-1.214	-0.108	-0.037	0.072
O	4.907	49.818	-1.808	0.117	-0.333	0.528
O	1.436	53.107	0.209	0.002	-0.327	0.23
O	0.401	54.88	-1.28	-0.053	-0.016	0.394
O	2.859	54.097	-2.33	0.167	0.013	0.228
O	4.464	55.863	-0.209	-0.099	0.017	0.083
O	2.397	56.643	-1.434	-0.062	0.172	0.247
O	-0.274	60.867	-0.953	0.31	0.038	0.007
O	1.65	61.767	-5.188	-0.117	0.236	0.37
O	3.173	62.216	-1	0.23	-0.074	-0.037
O	6.075	58.848	-3.124	-0.047	-0.15	0.248
O	4.51	1.177	-3.386	-0.062	-0.072	0.04
O	4.806	-0.168	-1.142	0.131	0.129	0.18
O	7.026	2.325	-1.119	0.109	-0.105	0.171
O	8.003	3.607	-3.102	-0.088	-0.118	0.191
O	6.715	4.873	-1.06	0.103	0.01	0.311
O	4.38	5.916	-1.291	-0.103	-0.068	0.129
O	7.902	8.138	-1.775	-0.221	-0.049	0.507
O	6.62	9.943	-0.496	0.148	-0.052	0.277
O	4.775	12.143	-3.192	-0.177	-0.098	0.204
O	5.693	12.446	-0.842	-0.089	0.094	0.12
O	9.151	12.957	-0.189	0.19	-0.287	0.169
O	9.502	13.663	-3.125	-0.024	0.039	0.367
O	5.959	17.093	-1.426	0.04	-0.36	0.248
O	7.24	14.98	-0.241	-0.467	0.205	0.303
O	10.605	18.142	-3.245	-0.265	0.064	0.333
O	9.295	19.148	-1.024	-0.21	0.064	0.121
O	7.083	20.51	-0.357	-0.012	-0.15	0.449
O	5.222	22.108	-1.258	0.224	0.07	0.265
O	6.823	25.081	-1.208	-0.018	0.113	0.354
O	8.881	23.531	-1.326	-0.362	0.372	0.141
O	5.976	27.482	-1.533	0.148	0.126	0.445
O	4.04	28.734	-0.436	-0.032	-0.123	0.134
O	7.063	31.385	-0.595	-0.278	0.224	0.366
O	9.218	29.917	-1.229	-0.194	0.24	0.261
O	5.393	33.173	-1.439	0.098	-0.115	0.041
O	8.271	35.806	-1.278	0.226	-0.106	0.062
O	13.602	32.54	-5.767	0.185	0.227	0.231
O	6.346	37.654	-1.083	-0.096	-0.044	-0.04
O	4.438	39.424	-0.278	-0.085	0.172	0.216
O	8.491	40.457	-1.743	-0.058	-0.205	0.179
O	8.235	39.755	-4.443	-0.011	0.193	-0.034
O	4.712	43.097	-1.716	0.005	0.094	0.131
O	8.981	42.04	-3.811	-0.046	-0.019	-0.067
O	8.266	46.602	-1.337	0.18	0.042	0.039
O	6.065	48.047	-3.255	0.06	0.01	-0.033
O	5.687	47.52	-0.719	-0.204	-0.256	-0.122
O	3.564	45.208	-0.368	0.171	0.05	-0.163
O	7.687	52.048	-1.384	0.091	-0.139	0.063
O	6.05	50.503	-4.25	-0.134	0.153	0.337
O	3.047	51.681	-1.231	-0.16	-0.189	0.388
O	6.672	54.383	-0.621	-0.165	0.004	-0.054
O	9.047	57.67	-1.035	-0.291	-0.115	0.105
O	11.01	57.841	-2.653	-0.107	-0.007	0.288
O	6.883	58.562	-0.019	0.041	0.3	0.604
O	5.568	60.482	-0.913	-0.013	-0.026	0.224
O	6.839	63.963	-0.366	-0.031	0.163	0.151
O	8.575	62.04	-1.193	0.074	-0.022	0.397
O	9.361	1.496	-0.161	-0.066	-0.279	0.071
O	10.703	0.036	-1.595	-0.112	-0.101	0.284
O	13.54	2.599	-1.55	0.123	0.288	0.561
O	11.947	4.229	-0.327	0.22	0.035	0.319
O	10.279	6.287	-0.873	-0.239	0.151	0.13
O	10.159	7.754	-3.054	0.169	0.167	0.145
O	13.31	7.114	-7.083	-0.054	0.243	-0.084
O	12.272	8.075	-1.349	0.321	0.146	0.202
O	9.434	11.265	-4.242	-0.027	-0.324	0.396
O	10.085	11.311	-1.749	0.266	-0.025	0.342
O	14.447	14.176	-1.668	-0.372	-0.1	0.338
O	15.917	15.207	-3.891	-0.064	-0.124	0.346
O	10.803	16.963	-0.95	0.095	0.307	-0.16
O	12.348	15.101	-0.349	0.089	-0.052	0.432
O	14.294	18.682	-1.117	-0.146	0.254	0.318
O	10.905	21.953	-1.464	0.078	0.099	0.242
O	12.448	20.382	-0.286	0.115	-0.031	0.237
O	12.332	26.041	-0.475	-0.276	0.052	0.393
O	10.412	27.565	-1.428	0.133	-0.173	0.179
O	11.44	25.121	-5.512	-0.045	-0.236	0.171
O	11.237	29.448	-3.079	-0.13	0.192	0.099
O	11.998	31.82	-0.351	0.051	-0.266	0.645
O	13.71	29.857	-1.023	-0.149	0.028	-0.332
O	9.949	33.919	-0.415	-0.299	0.072	0.569
O	11.299	33.135	-7.004	-0.004	0.016	-0.023
O	12.383	36.801	-0.342	-0.029	0.157	0.628
O	14.465	34.555	-0.478	0.071	-0.28	0.32
O	10.182	38.918	-0.475	-0.378	0.087	0.041
O	10.633	40.029	-3.301	0.095	0.066	0.196
O	13.303	44.239	-3.902	-0.235	-0.067	0.199
O	13.79	41.355	-1.283	-0.299	-0.174	0.448
O	11.703	43.593	-1.646	-0.051	-0.275	0.488
O	9.8	44.922	-0.226	-0.241	0.125	0.072
O	13.495	47.107	-1.158	0.04	-0.123	0.137
O	15.022	45.13	-0.323	-0.123	-0.193	0.557
O	11.25	48.434	-1.411	-0.158	-0.022	-0.067
O	9.622	50.396	-0.659	-0.298	-0.03	0.596
O	12.43	53.239	-0.674	-0.042	0.031	0.569
O	14.319	51.302	-0.87	0.113	-0.22	-0.119
O	10.913	55.284	-1.561	-0.075	-0.134	0.293
O	13.14	55.313	-8.819	-0.124	-0.141	-0.316
O	16.037	57.829	-3.31	0.026	0.166	0.13
O	14.115	57.318	-1.52	-0.149	0.045	0.61
O	12.574	58.76	0.047	-0.134	0.027	0.355
O	10.635	59.967	-1.056	0.253	0.158	0.343
O	13.989	62.172	-1.547	0.026	0.046	0.064
O	12.933	64.454	-1.366	0.319	-0.079	0.535
O	0.197	5.55	20.372	-0.119	0.026	-0.234
O	-1.132	4.701	23.011	-0.321	-0.176	-0.022
O	5.472	0.365	21.071	0.089	-0.247	-0.187
O	4.333	2.779	21.78	-0.043	-0.076	-0.097
O	0.914	9.569	21.825	-0.029	0.18	-0.001
O	2.692	7.773	21.114	0.174	0.352	-0.424
O	1.21	3.688	21.691	0.351	-0.093	-0.399
O	4.303	5.554	21.79	-0.056	0.265	0.062
O	0.735	14.39	22.118	0.091	-0.066	0.091
O	2.838	13.201	21.085	-0.011	0.269	-0.361
O	4.913	11.22	21.039	0.394	-0.113	-0.513
O	2.465	19.26	20.87	0.076	-0.009	-0.116
O	0.786	20.846	22.109	0.029	-0.052	0.035
O	4.072	17.722	25.418	0.12	-0.009	-0.268
O	3.932	18.194	22.611	0.261	0.249	-0.614
O	1.68	25.456	21.797	-0.089	-0.248	-0.005
O	-0.016	27.315	21.169	0.264	0.107	-0.394
O	5.373	22.007	21.352	0.219	-0.286	-0.224
O	3.551	23.734	22.318	-0.044	-0.158	-0.288
O	0.666	29.932	24.199	-0.219	0.192	-0.191
O	1.771	31.017	22.014	0.147	-0.102	-0.403
O	5.47	25.944	25.615	0.145	-0.179	0.013
O	0.772	27.512	25.034	-0.072	-0.086	-0.33
O	2.322	37.05	21.95	-0.083	0.133	0.125
O	0.271	38.391	21.132	-0.285	-0.17	-0.155
O	3.645	34.835	21.715	-0.11	0.04	-0.1
O	5.591	33.256	20.919	-0.072	-0.171	0.043
O	1.68	42.949	22.245	0.045	0.051	-0.205
O	2.678	41.02	20.894	0.194	-0.156	-0.165
O	4.64	39.775	21.939	0.044	-0.138	-0.19
O	4.177	41.945	23.502	-0.003	-0.197	-0.288
O	1.448	47.688	22.68	0.249	-0.14	-0.304
O	5.259	46.711	24	-0.116	-0.033	-0.267
O	3.165	46.155	21.226	-0.172	0.319	-0.052
O	2.763	46.7	24.809	-0.101	-0.062	-0.023
O	1.068	51.864	25.469	-0.114	-0.213	-0.057
O	2.517	53.88	26.096	0.059	0.245	0.099
O	4.542	50.921	22.27	-0.098	0.207	-0.219
O	2.68	52.554	21.322	0.155	-0.204	-0.007
O	-0.035	60.324	20.917	-0.147	-0.197	-0.182
O	5.923	60.89	23.893	-0.198	-0.218	-0.039
O	5.483	54.854	21.165	0.164	0.039	-0.263
O	3.626	56.593	21.742	-0.204	0.238	-0.084
O	2.728	62.994	20.403	-0.208	0.222	-0.171
O	1.083	64.044	22.033	-0.013	0.361	-0.253
O	7.419	59.47	26.303	0.03	0.123	-0.234
O	4.126	61.775	22.226	-0.307	-0.214	-0.525
O	6.587	4.203	21.574	-0.094	-0.073	0.145
O	-0.462	6.515	32.02	0.103	-0.666	0.858
O	10.655	0.255	20.99	0.18	-0.191	-0.448
O	8.473	2.369	20.957	-0.164	0.192	-0.637
O	6.48	9.652	22.143	0.147	0.134	-0.334
O	7.619	8.923	24.238	0.117	0.075	-0.34
O	8.347	7.484	21.971	0.275	-0.161	-0.209
O	9.882	5.324	22.028	-0.009	0.141	-0.167
O	5.79	15.479	21.805	0.071	0.236	-0.217
O	8.182	14.328	21.581	-0.063	0.057	-0.288
O	10.411	13.831	22.961	0.093	0.266	-0.344
O	9.211	11.656	22.221	-0.387	-0.136	-0.517
O	7.819	20.943	21.895	-0.139	-0.033	-0.348
O	6.796	19.82	23.916	0.074	-0.001	-0.309
O	16.363	16.797	21.686	-0.087	0.291	-0.312
O	11.063	18.698	25.425	0.121	0.105	-0.306
O	5.755	27.14	20.846	-0.234	0.167	0.181
O	6.857	24.861	21.994	-0.11	0.195	-0.574
O	10.753	22.036	21.188	0.038	-0.194	-0.29
O	9.218	23.908	22.253	0.123	-0.197	-0.424
O	6.949	31.499	22.164	0.157	0.111	-0.042
O	8.362	29.789	21.063	-0.085	0.053	-0.208
O	9.843	27.875	22.041	-0.048	0.196	-0.136
O	7.537	35.997	21.462	0.162	0.218	0.013
O	5.075	37.1	21.649	0.4	-0.039	-0.03
O	5.502	31.265	25.492	-0.066	-0.216	-0.322
O	9.446	34.306	22.063	-0.23	-0.176	-0.077
O	5.195	43.981	21.186	-0.085	-0.159	-0.201
O	6.433	41.729	22.214	-0.014	0.433	-0.229
O	8.235	42.857	26.47	-0.135	-0.169	-0.189
O	9.481	40.116	22.282	-0.083	-0.123	-0.101
O	8.598	46.256	20.898	-0.035	0.132	-0.18
O	6.346	47.167	21.693	-0.292	0.039	0.035
O	10.488	44.001	21.277	0.286	-0.172	-0.491
O	11.516	41.803	22.524	0.063	0.4	-0.198
O	7.195	53.017	22.031	0.109	-0.191	0.035
O	4.935	53.11	26.846	-0.144	-0.206	-0.169
O	9.207	51.268	21.871	-0.299	0.151	0.095
O	10.864	49.348	21.087	0.054	0.065	-0.401
O	6.94	58.369	23.97	0.022	0.024	-0.208
O	6.578	59.598	21.651	-0.271	-0.046	-0.228
O	10.528	56.245	21.392	-0.031	0.073	0.061
O	8.328	57.671	20.984	-0.042	-0.051	-0.433
O	7.395	64.364	21.685	-0.045	0.161	-0.262
O	8.065	62.81	23.703	-0.152	0.068	0.253
O	9.31	62.001	21.514	-0.054	0.243	-0.308
O	9.428	6.708	24.224	0.025	0.191	-0.242
O	2.293	5.437	26.108	0.205	-0.155	0.127
O	13.773	2.694	21.013	0.218	0.102	-0.072
O	15.759	1.08	21.777	-0.161	-0.17	-0.438
O	12.896	8.813	21.612	-0.211	-0.152	-0.284
O	11.116	10.692	20.899	-0.117	-0.105	-0.261
O	14.77	6.829	21.425	-0.122	-0.072	-0.273
O	13.544	6.964	23.56	-0.132	-0.002	0.089
O	12.311	15.428	21.792	-0.245	-0.185	0.013
O	13.666	13.29	20.987	0.034	0.234	-0.459
O	12.602	9.441	24.091	0.227	-0.225	-0.142
O	15.24	11.187	21.395	0.236	-0.213	0.136
O	7.986	18.203	22.064	-0.136	0.204	-0.382
O	12.389	21.816	24.13	-0.041	-0.085	-0.389
O	13.885	17.664	21.852	0.018	0.029	-0.17
O	12.2	20.089	22.143	0.11	0.062	-0.326
O	11.973	26.263	22.075	0.003	-0.145	-0.294
O	13.703	24.599	21.198	-0.059	0.114	-0.695
O	15.748	23.055	21.807	0.085	-0.013	0.021
O	16.415	22.148	24.255	0.042	-0.08	-0.211
O	11.116	32.678	21.082	-0.11	0.026	-0.392
O	13.173	31.097	21.512	0.161	-0.107	-0.165
O	14.76	29.066	22.051	0.033	-0.19	-0.006
O	11.012	38.204	21.274	-0.196	0.273	-0.43
O	13.168	36.767	22.075	-0.039	-0.052	-0.21
O	16.383	32.793	21.154	0.22	0.072	-0.324
O	14.421	34.468	21.775	0.099	-0.166	-0.168
O	9.689	44.329	24.877	-0.01	-0.076	-0.283
O	10.866	42.662	26.642	-0.089	0.081	-0.04
O	15.414	40.143	22.578	-0.053	-0.216	-0.573
O	16.037	38.436	24.58	-0.038	0.05	0.071
O	14.449	45.782	22.147	-0.121	-0.184	-0.164
O	12.535	47.495	21.776	0.222	-0.08	0.057
O	15.77	43.713	21.767	-0.295	0.23	-0.346
O	16.794	42.214	26.891	0.056	0.04	-0.139
O	12.163	54.096	21.873	-0.138	-0.007	0.076
O	13.613	52.15	21.045	0.073	0.303	-0.62
O	16.365	50.011	24.037	-0.063	0.029	-0.028
O	15.386	50.358	21.733	0.296	0.093	-0.113
O	11.076	60.163	20.737	-0.149	0.056	-0.773
O	12.913	58.102	20.649	0.341	-0.636	-0.007
O	14.389	57.384	22.403	0.044	-0.423	-0.448
O	18.365	57.005	23.753	0.232	-0.069	-0.316
O	12.362	63.951	21.83	0.149	0.024	-0.016
O	16.532	65.384	23.994	0.044	0	-0.246
O	16.586	62.316	23.836	-0.149	0.14	-0.332
O	14.062	61.857	21.473	-0.061	-0.207	0.046
O	-1.925	1.567	24.044	-0.004	-0.187	-0.152
O	2.549	-1.394	26.296	-0.146	-0.018	-0.395
O	0.978	3.277	26.952	0.016	0.074	-0.103
O	-1.31	2.037	26.607	-0.028	0.224	-0.143
O	0.4	2.578	23.808	0.166	-0.136	-0.019
O	-3.223	3.545	25.46	0.255	-0.132	0.049
O	1.298	5.249	23.751	0.254	-0.087	-0.362
O	2.726	7.497	24.55	-0.03	-0.074	-0.302
O	0.844	7.613	30.013	-0.379	0.041	0.44
O	-1.363	9.176	23.157	0.074	0.02	0.185
O	-1.809	15.365	22.967	-0.04	-0.334	0.047
O	0.288	15.663	24.35	-0.131	-0.164	-0.284
O	3.655	17.673	27.953	0.11	-0.034	0.046
O	1.803	17.688	24.186	0.16	0.109	-0.083
O	0.926	22.873	31.04	-0.05	0.052	0.32
O	0.049	23.01	26.785	0.018	-0.027	-0.204
O	4.041	26.252	22.834	-0.103	-0.141	0.066
O	4.403	28.784	22.195	0.162	0.042	-0.263
O	-3.972	28.956	25.925	-0.007	0.114	-0.012
O	-2.831	30.53	23.991	0.039	-0.024	-0.422
O	6.391	27.377	23.603	0.017	0.221	-0.279
O	5.123	27.991	27.26	-0.123	-0.103	-0.115
O	1.168	32.53	24.118	-0.136	0.133	-0.114
O	0.851	29.375	26.903	-0.061	-0.057	0.066
O	1.347	34.053	26.329	-0.188	-0.047	0.088
O	3.909	36.295	23.921	0.322	-0.141	-0.406
O	1.513	36.758	24.948	-0.102	-0.129	-0.305
O	-1.598	40.574	25.215	0.017	0.226	-0.083
O	3.776	38.295	25.629	-0.055	0.231	0.114
O	5.044	42.488	25.887	0.067	0.189	-0.339
O	-0.01	43.136	24.384	0.058	0.329	-0.436
O	0.878	40.715	24.596	0.164	-0.125	-0.105
O	-1.277	52.328	29.477	-0.025	0.1	-0.032
O	1.373	49.346	26.099	0.237	0.063	0.021
O	0.67	47.854	28.049	-0.11	-0.194	-0.172
O	1.41	55.112	21.752	-0.361	-0.156	-0.166
O	2.413	51.856	27.871	-0.102	-0.04	0.033
O	0.197	53.295	27.429	0.02	0.245	-0.009
O	5.228	55.538	27.838	0.207	0.023	0.13
O	6.541	56.899	26.075	0.161	0.041	-0.043
O	-0.863	60.783	25.697	-0.104	0.229	0.049
O	1.128	59.634	24.376	0.206	0.024	-0.246
O	5.63	63.595	23.531	-0.085	0.007	-0.014
O	3.832	62.294	24.871	0.108	-0.203	-0.343
O	8.128	0.846	26.45	-0.074	-0.164	-0.171
O	7.743	-0.306	24.129	-0.233	-0.139	-0.149
O	10.222	0.614	24.908	0.018	-0.03	0.047
O	5.494	4.196	23.884	-0.282	-0.286	-0.236
O	8.108	8.523	29.887	0.273	0.236	0.141
O	6.842	6.448	24.062	-0.247	0.159	-0.272
O	8.449	9.063	27.335	-0.072	-0.016	-0.134
O	5.954	8.416	28.39	0.058	0.066	0.017
O	5.027	8.441	24.039	-0.214	0.007	-0.122
O	2.618	11.316	24.29	-0.001	0.095	-0.252
O	8.64	15.374	24.032	-0.002	-0.026	-0.201
O	6.232	14.434	24.277	-0.112	0.153	-0.028
O	6.315	17.103	23.845	-0.04	0.123	-0.125
O	3.97	15.841	23.683	-0.094	-0.104	-0.318
O	9.24	20.631	24.326	0.087	0.176	-0.304
O	7.09	19.165	31.495	-0.115	-0.105	0.244
O	7.844	25.263	24.4	0.148	-0.123	-0.242
O	7.47	22.673	23.812	-0.1	0.094	-0.15
O	4.162	28.103	24.747	0.098	0.153	-0.144
O	11.061	26.987	27.059	0.076	0.079	-0.095
O	3.129	30.871	24.368	-0.061	-0.326	-0.058
O	4.775	32.59	23.308	-0.098	-0.086	-0.085
O	6.994	34.002	23.136	-0.194	-0.038	0.097
O	5.493	40.091	26.911	0.074	0.155	0.011
O	5.667	39.854	24.289	0.014	0.432	-0.354
O	6.285	42.55	28.112	0.065	0.112	0.041
O	4.132	44.48	24.545	-0.16	-0.235	-0.451
O	4.691	46.287	26.585	-0.09	-0.215	0.008
O	8.806	46.639	25.926	-0.362	-0.106	-0.037
O	7.75	45.825	23.666	-0.067	-0.053	-0.264
O	9.495	51.753	26.532	0.253	0.145	-0.233
O	8.969	52.651	24.143	-0.385	0.247	-0.488
O	5.088	49.95	24.702	-0.217	0.163	-0.301
O	9.59	53.957	22.016	0.085	0.275	-0.208
O	1.351	57.944	21.476	-0.051	-0.196	0.211
O	4.603	55.207	25.257	-0.223	0.013	-0.279
O	9.057	57.638	25.571	-0.114	0.173	-0.273
O	8.534	60.309	23.398	0.017	-0.213	0.084
O	6.488	63.488	29.124	-0.141	0.06	0.294
O	6.922	59.684	28.857	-0.072	0.068	0.086
O	12.788	0.946	25.824	0.127	-0.069	-0.214
O	13.098	-3.135	23.953	0.422	0.229	-0.152
O	10.895	4.332	24.292	0.178	0.223	-0.371
O	10.921	2.681	26.472	-0.136	0.131	-0.079
O	16.496	11.356	23.617	-0.185	-0.044	-0.174
O	10.62	9.329	25.716	-0.086	0.089	-0.021
O	10.945	11.582	24.345	-0.18	0.037	-0.022
O	12.77	10.955	26.21	0.18	0.11	-0.091
O	9.869	16.376	21.888	-0.024	0.237	-0.01
O	12.46	16.88	23.963	0.175	-0.098	-0.28
O	13.382	19.341	24.447	0.106	0.362	-0.206
O	14.593	20.917	22.762	0.1	-0.099	0.021
O	8.805	21.421	31.362	0.014	-0.058	0.355
O	11.655	21.592	26.698	-0.085	-0.173	-0.401
O	14.626	24.891	27.448	-0.176	-0.107	0.096
O	14.253	21.902	25.922	0.202	-0.042	-0.013
O	11.09	27.249	24.384	-0.379	-0.161	-0.545
O	12.163	28.866	22.519	-0.24	0.162	0.152
O	10.025	34.79	25.76	-0.21	-0.127	-0.218
O	13.141	30.101	29.525	-0.18	0.107	0.221
O	15.718	36.258	23.205	0.083	0.078	-0.329
O	13.476	35.234	24.181	-0.118	0.098	-0.104
O	11.121	39.686	24.347	0.034	0.33	-0.123
O	13.235	38.484	25.29	-0.187	-0.144	-0.013
O	10.347	46.601	23.823	-0.082	-0.029	-0.313
O	9.586	41.754	24.438	0.071	-0.097	-0.155
O	16.71	47.112	25.271	0.085	-0.24	-0.39
O	11.76	48.777	24.174	-0.123	0.003	-0.175
O	13.742	50.549	23.871	0.146	-0.084	-0.072
O	14.885	51.286	27.087	0.032	-0.131	-0.246
O	11.091	55.481	23.824	-0.236	-0.121	-0.482
O	11.399	58.396	26.693	0.176	0.227	-0.171
O	17.641	57.478	26.193	0.039	0.228	-0.104
O	15.837	57.61	24.407	-0.101	-0.311	-0.085
O	11.797	60.601	25.36	0.05	0.196	-0.156
O	10.525	62.178	23.846	-0.187	0.137	-0.26
O	15.125	59.906	23.314	-0.143	-0.03	-0.019
O	14.854	63.992	22.702	-0.213	0.096	-0.271
O	3.613	3.269	26.701	0.048	0.136	-0.264
O	2.46	4.852	28.576	0.046	-0.082	0.424
O	0.385	4.289	30.027	0.136	-0.07	0.081
O	0.336	7.13	25.416	-0.109	0.03	-0.307
O	5.484	10.97	24.349	0.254	0.117	0.001
O	0.792	9.79	25.61	0.143	-0.09	0.007
O	1.263	11.486	28.209	0.017	-0.114	-0.005
O	2.326	9.666	29.672	-0.089	0.171	0.272
O	4.482	7.322	26.498	0.141	-0.257	-0.052
O	0.683	12.439	25.912	-0.113	0.172	-0.146
O	4.37	15.286	26.621	-0.108	0.043	-0.227
O	1.974	16.312	26.396	-0.138	0.04	-0.068
O	-0.346	17.532	26.128	0.202	0.172	-0.207
O	8.995	19.663	26.789	0.013	0.236	-0.146
O	2.299	16.015	29.378	-0.034	-0.289	0.151
O	0.639	25.536	26.602	0.266	0.027	-0.253
O	1.674	19.498	31.664	-0.119	0.177	0.18
O	2.215	25.104	30.801	0.168	0.057	0.404
O	2.137	25.218	24.35	0.076	-0.319	-0.145
O	6.889	30.007	27.255	0.144	0.202	-0.194
O	7.491	27.526	26.099	-0.064	0.051	-0.023
O	-0.943	33.691	24.928	0	0.045	-0.256
O	-1.001	36.134	25.815	0.135	0.058	-0.162
O	6.357	34.521	29.256	-0.126	0.128	0.161
O	3.386	35.724	26.485	-0.048	0.026	0.069
O	4.579	36.643	29.463	0.238	0.006	0.033
O	-0.81	40.049	31.575	-0.005	-0.059	-0.007
O	3.758	41.634	28.04	0.075	0.134	-0.079
O	3.904	41.339	30.653	0.2	0.095	0.302
O	2.446	42.682	25.401	0.162	-0.12	-0.096
O	0.911	45.305	23.353	-0.102	-0.245	-0.257
O	4.198	52.543	24.398	-0.074	-0.049	-0.319
O	6.475	48.056	26.156	0.002	0.069	0.008
O	0.331	50.2	29.461	-0.027	0.211	0.029
O	2.623	50.397	23.962	-0.02	-0.373	-0.116
O	1.448	48.108	30.644	0.077	-0.08	0.286
O	7.466	54.04	31.302	-0.062	0.27	0.229
O	6.09	53.342	29.159	-0.159	-0.346	0.038
O	3.502	51.845	30.566	0.306	0.039	0.44
O	2.535	59.393	28.094	0.033	-0.043	0.196
O	2.101	61.607	26.69	0.076	-0.003	-0.286
O	4.4	62.827	27.476	0.044	0.126	0.005
O	5.688	67.215	26.701	-0.069	-0.076	-0.163
O	3.43	0.801	27.702	0.145	0.106	0.211
O	9.202	-1.543	26.113	-0.256	-0.215	-0.044
O	8.282	4.294	24.071	0.029	-0.275	-0.314
O	6.753	4.752	26.214	-0.257	-0.028	-0.271
O	5.419	5.767	28.329	-0.066	-0.196	0.283
O	6.284	14.263	31.49	0.1	0.014	0.334
O	3.985	12.569	26.001	0.075	-0.088	-0.067
O	3.534	7.464	29.096	-0.114	-0.045	0.004
O	8.496	12.776	24.515	0.064	0.004	-0.106
O	7.82	14.432	26.447	-0.166	0.191	-0.228
O	8.623	18.09	24.673	-0.185	-0.105	-0.11
O	6.707	16.745	30.419	0.287	0.064	0.148
O	12.997	24.541	30.858	0.02	0.036	0.178
O	7.46	14.575	29.087	0.064	0.249	0.113
O	6.298	21.607	30.693	0.091	0.012	0.074
O	7.924	20.1	29.196	-0.04	0.006	0.263
O	14.921	24.277	24.949	0.242	-0.027	-0.322
O	9.461	26.703	29.213	-0.32	-0.054	0.225
O	7.266	27.988	28.803	0.066	-0.08	0.288
O	8.769	28.502	31.011	0.098	0.121	0.188
O	3.253	33.556	28.18	0.267	-0.109	0.215
O	3.741	33.208	25.627	0.248	0.057	-0.073
O	6.731	32.723	27.348	-0.013	0.055	-0.14
O	11.066	40.872	28.648	0.01	-0.234	0.278
O	7.47	37.645	28.407	-0.021	0.123	0.375
O	6.321	37.826	25.949	-0.144	-0.129	-0.055
O	8.385	43.993	28.905	-0.107	-0.089	0.091
O	10.7	44.014	30.258	0.047	0.084	-0.01
O	6.867	45.095	27.032	0.121	0.082	-0.061
O	12.981	46.473	24.22	0.096	0.048	-0.36
O	12.741	50.013	26.29	-0.234	0.129	-0.157
O	7.564	50.413	25.289	-0.223	0.052	-0.104
O	7.18	48.474	23.696	0.075	0.065	-0.03
O	10.72	55.844	26.441	0.222	-0.052	-0.092
O	11.178	53.498	25.576	-0.171	-0.146	-0.209
O	7.249	57.104	29.647	-0.157	-0.087	-0.065
O	4.92	59.978	27.133	-0.029	-0.052	0.155
O	13.35	58.522	24.786	0.294	-0.276	-0.402
O	10.372	63.265	28.461	-0.052	-0.24	-0.008
O	6.819	61.851	27.149	-0.177	0.045	0.03
O	6.929	66.072	28.808	-0.092	-0.003	0.151
O	10.985	65.577	27.333	0.146	-0.039	-0.114
O	11.661	63.165	26.12	-0.02	-0.038	-0.177
O	11.97	3.329	30.692	0.026	-0.023	0.094
O	12.15	5.596	29.021	0.045	-0.226	0.163
O	12.861	4.959	21.879	-0.043	-0.228	-0.078
O	14.393	2.83	30.33	-0.096	0.051	0.156
O	15.502	8.52	27.222	-0.003	0.283	0.221
O	18.06	8.16	27.504	-0.004	-0.062	-0.053
O	10.403	10.618	27.908	0.185	0.017	0.029
O	12.014	13.441	30.765	0.138	0.026	0.111
O	16.468	13.8	28.179	0.233	-0.087	0.2
O	15.045	11.605	27.438	-0.059	-0.082	0.076
O	14.915	15.836	27.931	0.21	-0.13	0.257
O	14.72	18.363	28.385	-0.031	0.135	0.145
O	16.212	20.617	30.276	0.062	-0.06	0.065
O	17.78	18.534	29.234	0.138	0.07	0.033
O	13.028	20.273	28.463	0.242	-0.16	-0.077
O	12.131	22.63	29.134	0.251	0.23	0.268
O	13.296	26.433	25.673	-0.029	0.003	-0.226
O	12.514	23.93	25.909	0	0.056	-0.122
O	16.389	31.818	26.467	0.055	0.151	-0.244
O	15.001	29.216	25.72	0.063	-0.155	-0.06
O	11.213	38.222	26.789	0.103	0.158	-0.153
O	6.908	35.441	26.913	-0.27	-0.124	-0.044
O	12.959	39.383	29.796	-0.02	-0.005	-0.071
O	14.559	39.16	27.61	0.004	-0.174	0.092
O	10.915	37.041	24.534	-0.068	-0.017	-0.238
O	10.89	35.758	28.045	0.213	0.028	-0.053
O	12.95	42.796	28.278	0.196	0.352	-0.078
O	15.521	43.064	29.034	-0.117	0.096	0.239
O	11.313	47.203	26.28	0.083	-0.12	-0.201
O	11.593	45.979	31.791	-0.312	0.135	-0.112
O	13.585	49.517	28.701	-0.033	0.112	0.143
O	15.304	47.982	29.986	-0.087	0.078	0.206
O	9.482	49.16	26.619	0.172	-0.092	-0.177
O	7.431	50.573	27.812	-0.035	-0.031	-0.175
O	13.995	53.748	27.533	0.073	-0.159	0.17
O	15.099	48.738	26.574	-0.099	-0.22	0.06
O	13.251	56.2	28.122	-0.039	-0.001	-0.076
O	15.522	55.752	26.686	-0.098	0.069	-0.192
O	15.288	58.281	27.006	-0.317	-0.092	-0.085
O	16.871	56.928	28.666	0.255	0.058	0.039
O	13.548	60.007	27.165	0.061	-0.046	-0.103
O	17.309	66.187	26.938	-0.013	0.057	-0.327
O	18.226	66.05	31.087	-0.167	0.104	0.022
O	1.3	-2.129	31.106	0.084	-0.086	0.299
O	2.03	-1.006	28.869	0.117	0.106	0.109
O	1.606	-4.754	31.603	0.127	-0.177	0.122
O	4.105	-5.055	31.509	-0.273	-0.126	0.235
O	-2.506	11.49	31.043	-0.03	-0.162	0.46
O	-1.688	7.381	29.588	-0.061	-0.13	0.372
O	2.832	3.15	30.532	-0.01	-0.145	0.124
O	2.496	5.645	31.151	-0.052	0.433	0.335
O	-3.022	17.468	26.326	-0.272	0.017	-0.062
O	-0.113	10.926	30.253	-0.145	-0.149	0.165
O	2.165	11.902	30.841	-0.2	-0.012	0.146
O	-0.637	25.018	31.225	-0.263	0.131	0.096
O	-2.22	24.243	33.2	0.017	0.057	0.49
O	4.895	15.303	29.434	0.073	0.102	0.116
O	4.072	20.485	31.355	0.141	0.077	0.176
O	-0.504	29.9	32.032	0.262	-0.103	-0.126
O	-0.775	30.668	28.669	-0.003	0.09	0.019
O	0.457	24.478	28.951	0.115	-0.081	0.1
O	2.95	26.593	26.486	0.066	-0.167	0.135
O	-1.278	37.935	30.04	0.142	-0.111	0.103
O	-3.341	37.135	28.451	-0.064	0.083	-0.193
O	3.452	31.676	30.3	-0.015	-0.205	0.367
O	2.765	32.966	32.528	0.07	0.159	0.169
O	-2.559	41.722	30.536	0.052	-0.053	0.113
O	-0.538	42.635	31.914	-0.027	0.233	0.163
O	3.683	37.996	31.527	0.09	-0.25	0.378
O	1.112	38.248	31.134	0.223	-0.175	0.117
O	1.554	44.022	28.556	0.081	0.202	0.125
O	2.781	46.254	29.512	0.12	0.072	0.18
O	2.151	42.493	32.088	-0.089	-0.187	0.248
O	1.476	41.43	29.217	0.032	-0.102	0.312
O	-0.106	51.5	31.798	0.24	0.211	0.045
O	1.211	52.771	29.983	0.028	-0.042	0.101
O	6.15	45.588	31.846	-0.108	0.154	0.299
O	8.357	46.616	30.516	0.21	-0.347	0.046
O	1.194	55.684	30.78	0.332	-0.058	0.144
O	3.513	53.943	29.013	-0.01	0.011	-0.065
O	5.236	52.868	32.222	0.084	-0.185	0.136
O	-0.022	60.349	28.029	0.062	0.141	0.03
O	2.281	59.729	33.715	-0.358	-0.32	-0.037
O	9.391	62.185	30.685	-0.083	-0.238	-0.022
O	6.282	-1.081	26.725	0.016	0.016	-0.019
O	4.879	2.719	28.94	0.051	-0.007	0.135
O	3.791	9.757	25.947	-0.192	-0.027	0.146
O	7.965	6.162	30.819	-0.24	-0.066	0.172
O	7.596	4.301	28.792	0.058	-0.123	0.149
O	5.78	13.209	27.635	-0.044	-0.184	0.018
O	3.115	14.251	31.06	0.056	0.206	0.142
O	7.513	11.93	31.75	-0.034	-0.183	0.275
O	8.475	16.976	32.248	-0.156	-0.134	0.096
O	3.221	13.673	28.348	-0.14	0.196	0.122
O	8.177	12.205	27.926	0.128	0.004	0.182
O	10.659	15.72	29.909	-0.004	0.013	0.217
O	4.086	23.111	30.982	0.145	0.175	-0.005
O	4.806	25.579	31.44	0.251	0.28	0.227
O	9.578	17.988	28.767	0.111	-0.225	-0.07
O	10.441	20.565	28.821	-0.162	0.215	0.247
O	1.875	31.308	28.277	0.18	0.175	-0.082
O	4.596	31.248	28	-0.059	0.055	0.249
O	7.31	26.304	30.837	-0.235	-0.013	0.055
O	4.172	34.343	30.821	-0.019	0.003	0.229
O	6.092	35.753	31.555	-0.208	0.018	0.104
O	8.558	35.991	23.882	-0.339	0.164	-0.191
O	5.801	38.853	30.084	0.102	0.223	0.293
O	7.913	37.48	31.085	0.147	-0.021	0.179
O	8.821	37.123	26.209	0.255	0.047	-0.18
O	8.403	44.285	31.602	-0.19	0.079	0.293
O	8.319	49.18	29.78	-0.042	-0.021	0.116
O	3.869	48.889	30.105	-0.096	0.158	0.089
O	6.763	47.253	28.501	-0.109	-0.048	0.035
O	4.782	58.161	29.073	-0.226	0.017	-0.021
O	3.996	57.545	26.63	-0.004	-0.036	-0.16
O	8.249	52.013	29.789	0.057	0.006	0.079
O	9.436	57.181	28.2	-0.054	0.015	0.004
O	6.43	65.023	31.239	0.025	0.123	0.074
O	6.828	61.369	31.343	-0.117	-0.004	0.181
O	8.908	59.763	31.587	0.056	-0.239	0.185
O	8.777	64.661	30.078	-0.005	-0.069	0.287
O	11.429	5.376	26.564	-0.215	-0.015	-0.081
O	9.963	4.712	29.937	-0.083	-0.037	0.028
O	12.71	0.775	31.141	0.065	-0.213	0.018
O	16.568	2.354	31.65	-0.013	0.354	0.278
O	10.778	7.747	27.833	-0.105	-0.034	0.116
O	7.839	6.655	27.805	0.192	-0.023	-0.134
O	16.362	1.893	28.963	-0.009	-0.156	0.263
O	11.94	5.825	31.566	0.237	0.174	0.15
O	14.177	13.761	29.45	0.026	0.158	0.255
O	10.334	13.325	28.742	0.033	-0.083	-0.005
O	13.53	9.524	28.403	0.031	-0.068	0.404
O	15.907	18.168	31.146	0.043	-0.284	0.047
O	12.181	17.72	29.016	-0.02	-0.036	-0.048
O	12.69	11.883	28.7	0.038	0.163	0.044
O	10.435	23.581	30.906	-0.415	-0.139	0.145
O	14.689	22.618	31.069	-0.117	0.09	-0.014
O	13.532	19.114	30.76	0.135	-0.018	0.149
O	11.954	27.714	29.438	0.303	0.264	0.363
O	8.852	34.066	28.097	0.144	-0.317	0.275
O	13.54	34.195	26.621	-0.075	0.355	-0.227
O	13.232	31.426	26.356	-0.178	-0.154	-0.079
O	12.687	40.764	26.603	0.131	0.003	-0.277
O	10.712	38.166	29.257	0.052	-0.048	0.038
O	9.506	47.246	28.368	0.077	0.072	-0.052
O	12.724	48.018	30.763	-0.276	-0.31	0.02
O	8.309	54.723	28.881	-0.23	-0.153	0.24
O	11.201	51.229	24.453	-0.005	-0.006	-0.337
O	14.734	48.191	23.124	0.234	-0.135	-0.048
O	14.237	50.04	31.266	-0.012	0.138	0.312
O	13.564	57.866	30.242	-0.132	0.078	0.313
O	12.191	55.678	30.547	-0.087	0.091	0.314
O	9.548	56.064	30.648	-0.071	-0.196	0.396
O	14.945	55.644	30.07	-0.031	-0.223	0.2
O	14.318	59.779	31.854	-0.113	0.236	0.024
O	15.743	61.781	30.871	-0.09	-0.227	0.384
O	5.342	3.587	31.465	-0.107	0.362	0.033
O	11.328	64.1	30.803	0.172	-0.004	0.314

Results
total energy: -434279.101 eV
total energy less fixed offsets of O -438.04, Si -107.15 eV per atom: 9.419 eV
